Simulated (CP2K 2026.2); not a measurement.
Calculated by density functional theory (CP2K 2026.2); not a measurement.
Periodic cell of 2016 atoms, Si1440O576, from a study of silicon, its oxide and their interface. The atomic structure is a simulated model.
Doubt: the forces sum to 3.54 eV/angstrom along one axis rather than to zero, so they err by at least 0.0018 eV/angstrom per atom on average; the grid cutoff is modest.

Settings
functional: PBE
method: Gaussian and plane waves
basis set: DZVP-MOLOPT-SR-GTH
pseudopotentials: GTH-PBE
grid cutoff: 300 Ry, relative cutoff 40 Ry
k points: Gamma only
occupations: fixed
spin: none
net charge: 0

Cell vectors (angstrom)
a 65.28 0 0
b 0 16.32 0
c -0.4108 -0.0766 33.356

Atoms and the computed forces on them: element, x, y, z (angstrom), force x, y, z (eV/angstrom)
Si 1.013 -2.472 0.246 0.045 -0.146 0.666
Si 4.199 -0.249 -0.055 -0.144 0.189 0.733
Si 0.899 2.756 0.462 0.101 0.154 0.56
Si 3.721 5.648 0.026 0.121 -0.11 0.731
Si 1.431 -8.551 0.021 -0.049 0.203 0.725
Si 4.253 -5.703 -0.072 -0.211 0.13 0.709
Si 6.446 -2.462 -0.029 0.087 -0.182 0.701
Si 9.185 0.173 0.16 0.128 -0.066 0.647
Si 7.074 2.485 -0.209 -0.313 0.212 0.647
Si 9.79 5.172 0.061 0.021 0.063 0.67
Si 6.56 8.469 -0.092 0.125 -0.237 0.768
Si 9.648 -5.511 0.129 -0.272 0.123 0.676
Si 12.478 -3.131 -0.202 -0.2 0.327 0.726
Si 15.095 -0.36 -0.154 -0.123 0.209 0.788
Si 11.915 2.92 -0.011 0.081 -0.059 0.635
Si 15.042 5.359 -0.372 -0.183 0.148 0.683
Si 11.952 -7.71 0.03 0.199 -0.378 0.668
Si 14.748 -5.352 -0.077 0.267 -0.065 0.683
Si 17.416 -2.482 -0.209 0.196 -0.04 0.702
Si 20.921 -0.064 -0.27 -0.417 0.197 0.596
Si 17.139 2.952 -0.698 0.4 -0.284 0.647
Si 19.941 5.71 -0.638 0.471 -0.366 0.572
Si 17.964 -8.173 -0.057 -0.237 0.049 0.74
Si 20.86 -5.644 -0.276 -0.13 0.165 0.671
Si 23.232 -2.282 -0.3 0.249 -0.464 0.587
Si 25.818 0.248 -0.202 0.331 -0.102 0.651
Si 23.657 2.536 0.098 -0.104 -0.012 0.682
Si 26.336 5.395 -0.019 -0.176 -0.012 0.653
Si 22.923 -8.015 -0.155 0.2 -0.093 0.728
Si 26.249 -5.715 -0.121 -0.275 0.185 0.656
Si 29.08 -3.098 0.188 -0.1 0.165 0.817
Si 31.78 -0.267 -0.059 -0.183 0.146 0.7
Si 28.561 3.179 -0.097 0.05 -0.177 0.671
Si 32.035 5.021 -0.126 -0.149 0.134 0.718
Si 28.432 -7.998 0.038 0.283 -0.059 0.676
Si 31.332 -5.226 0.33 0.026 -0.181 0.751
Si 33.894 -2.547 0.144 0.207 0.013 0.715
Si 36.426 0.606 -0.062 -0.006 -0.151 0.684
Si 34.19 2.77 0.299 0.002 -0.02 0.427
Si 36.684 5.751 0.055 0.178 -0.16 0.801
Si 34.513 -8.32 0.024 -0.273 0.102 0.766
Si 37.148 -5.736 0.1 -0.094 0.217 0.762
Si 39.714 -2.877 0.131 -0.227 0.179 0.706
Si -23.354 0.356 0.186 0.083 -0.066 0.711
Si 39.699 2.571 0.116 -0.123 0.116 0.757
Si -22.898 5.239 0.192 -0.212 0.278 0.67
Si 39.516 -7.763 0.234 0.025 -0.226 0.597
Si -23.396 -5.127 0.309 0.209 -0.112 0.76
Si -20.129 -3.045 0.142 -0.053 0.202 0.72
Si -17.346 -0.189 0.165 -0.271 0.046 0.696
Si -20.496 3.141 0.137 0.195 -0.436 0.702
Si -18.031 5.631 0.196 0.314 -0.151 0.665
Si -20.177 -8.357 0.282 -0.2 0.163 0.727
Si -17.956 -5.259 0.352 0.118 0.019 0.751
Si -15.165 -2.411 0.135 0.144 -0.266 0.671
Si -12.599 0.2 -0.024 0.229 -0.299 0.611
Si -14.904 2.362 0.207 -0.14 0.275 0.692
Si -12.634 5.603 0.157 0.143 -0.086 0.707
Si -14.753 -8.434 0.078 -0.226 0.124 0.803
Si -12.092 -5.773 0.316 -0.13 0.05 0.727
Si -10.203 -2.639 0.054 0.37 -0.055 0.641
Si -7.293 -0.019 -0.096 0.197 -0.148 0.703
Si -9.424 2.223 0.198 0.047 0.207 0.681
Si -6.599 5.086 0.115 -0.248 0.148 0.765
Si -9.936 -7.989 0.004 0.155 -0.22 0.73
Si -6.837 -5.761 0.165 -0.115 0.337 0.718
Si -3.817 -3.037 0.374 -0.138 -0.11 0.708
Si -1.167 -0.282 0.38 -0.124 0.003 0.761
Si -4.416 2.833 0.179 0.088 -0.261 0.773
Si -1.198 4.979 -0.016 -0.171 0.181 0.696
Si -4.548 -7.932 0.104 0.292 -0.25 0.793
Si -1.771 -5.339 0.107 0.263 -0.065 0.725
Si 2.646 -1.307 1.414 0.032 0.01 -0.027
Si 5.381 1.408 1.147 0.033 0.003 -0.047
Si 2.591 4.073 1.396 0.014 0.021 -0.065
Si 5.397 6.813 1.196 0.009 0.022 -0.067
Si 2.634 -6.881 1.215 -0.011 0.013 -0.047
Si 5.348 -4.1 1.273 -0.01 0.02 -0.044
Si 8.001 -1.381 1.377 -0.018 -0.011 -0.042
Si 10.789 1.378 1.347 0.003 0.024 -0.029
Si 8.15 4.013 1.25 0.007 0.011 -0.039
Si 10.925 -9.48 1.24 0.004 0.038 -0.028
Si 8.06 -6.743 1.323 -0.007 -0.01 -0.036
Si 10.893 -4.003 1.324 0.014 0.013 -0.061
Si 13.541 -1.483 1.149 0.001 -0.02 -0.054
Si 16.255 1.391 0.895 -0.005 -0.013 -0.025
Si 13.575 4.16 1.096 0.014 0.018 -0.032
Si 16.281 -9.451 1.011 0.002 -0.011 -0.04
Si 13.591 -6.757 1.354 0.004 0.004 -0.051
Si 16.36 -4.104 1.136 -0.021 0.01 -0.043
Si 19.139 -1.246 0.881 -0.001 -0.006 -0.04
Si 21.946 1.41 1.221 0.02 -0.018 -0.036
Si 18.936 4.001 0.683 -0.052 -0.011 -0.05
Si 21.692 -9.647 0.931 -0.065 -0.027 -0.036
Si 19.252 -6.701 1.168 0.032 0.009 -0.032
Si 22.037 -4.013 0.938 0.013 0.026 -0.04
Si 24.709 -1.278 1.201 0.011 0.002 -0.077
Si 27.409 1.46 1.088 0.02 0.028 -0.074
Si 24.778 4.161 1.272 0.029 0.036 0.002
Si 27.389 -9.492 1.463 0.006 -0.027 -0.051
Si 24.591 -6.857 1.122 -0.013 -0.011 -0.046
Si 27.338 -4.163 1.303 -0.02 0.013 -0.07
Si 30.137 -1.329 1.291 0.012 -0.007 -0.07
Si 32.765 1.317 1.412 -0.023 -0.009 -0.037
Si 30.219 4.165 1.212 0.021 0.013 -0.04
Si 32.904 -9.555 1.245 -0.01 0.021 -0.087
Si 30.07 -6.888 1.333 -0.024 0 -0.038
Si 32.807 -4 1.604 -0.003 0.006 -0.054
Si 35.471 -1.206 1.244 0.027 0.014 -0.063
Si 38.081 1.468 1.4 0.021 -0.022 -0.06
Si 35.572 4.209 1.481 0.014 0.038 -0.029
Si 38.283 -9.446 1.365 -0.035 0.011 -0.049
Si 35.57 -6.803 1.444 0.011 -0.006 -0.036
Si 38.152 -4.047 1.421 0.002 -0.012 -0.081
Si -24.48 -1.264 1.444 0.007 -0.006 -0.037
Si -21.663 1.45 1.366 0.003 0.023 -0.068
Si -24.443 4.092 1.484 -0.018 -0.005 -0.046
Si -21.81 -9.466 1.52 0.017 -0.021 -0.072
Si -24.467 -6.614 1.743 0.006 0.009 -0.029
Si -21.72 -4.06 1.512 -0.006 0.001 -0.032
Si -19.015 -1.355 1.35 0.004 -0.033 -0.07
Si -16.311 1.254 1.677 0.01 -0.008 -0.062
Si -19.045 4.126 1.649 -0.006 0.02 -0.055
Si -16.358 -9.552 1.386 0.024 -0.003 -0.05
Si -19.109 -6.789 1.646 -0.006 0.005 -0.053
Si -16.297 -4.047 1.436 -0.02 0.026 -0.056
Si -13.625 -1.331 1.502 0.02 0.023 -0.041
Si -11.005 1.161 1.491 -0.018 -0.047 -0.059
Si -13.785 4.033 1.434 0.017 -0.003 -0.022
Si -10.983 -9.596 1.388 -0.009 0.013 -0.067
Si -13.682 -6.922 1.519 0.01 -0.051 -0.071
Si -10.854 -4.29 1.59 -0.019 0.063 -0.038
Si -8.522 -1.439 1.335 0.002 -0.07 -0.084
Si -5.616 1.123 1.266 -0.024 -0.014 -0.029
Si -8.249 3.928 1.346 0.002 -0.017 -0.075
Si -5.541 6.71 1.422 0.02 0.005 -0.058
Si -8.332 -6.972 1.454 -0.017 0.002 -0.061
Si -5.623 -4.138 1.392 0.002 -0.029 -0.054
Si -2.694 -1.501 1.678 0.012 0.011 -0.026
Si -0.208 1.283 1.817 0.017 -0.032 0.003
Si -2.818 3.995 1.429 0.014 -0.015 -0.029
Si -0.121 6.622 1.339 -0.011 -0.002 -0.06
Si -2.902 -6.887 1.426 -0.023 0.005 -0.067
Si -0.142 -4.162 1.391 -0.004 -0.018 -0.048
Si 1.359 -0.027 2.906 -0.015 -0.052 0.046
Si 4.034 2.696 2.621 -0.004 -0.043 0.004
Si 1.239 5.376 2.798 -0.008 0.011 0.013
Si 4.025 8.135 2.625 -0.01 -0.031 0.025
Si 1.292 -5.536 2.636 0.018 0.015 0.017
Si 3.979 -2.772 2.679 -0.01 -0.005 0.029
Si 6.668 0.049 2.654 -0.009 0.028 0.046
Si 9.453 2.713 2.713 0 0.019 0.025
Si 6.752 5.413 2.541 0.012 0.022 0.016
Si 9.458 -8.185 2.582 0.012 0 0.015
Si 6.734 -5.39 2.681 -0.007 0.008 0.009
Si 9.481 -2.685 2.642 -0.019 -0.018 0.015
Si 12.229 -0.051 2.518 0.017 -0.006 0.017
Si 14.951 2.719 2.378 -0.005 -0.002 0.006
Si 12.3 5.493 2.569 -0.016 0.001 0.012
Si 15 -8.182 2.529 0.019 -0.014 0.01
Si 12.226 -5.391 2.682 -0.02 0 0.05
Si 14.965 -2.775 2.525 -0.008 0 0.035
Si 17.744 0.095 2.281 -0.017 -0.027 0.002
Si 20.389 2.804 2.277 -0.035 0.045 0.019
Si 17.692 5.397 2.264 0.026 0.002 0.039
Si 20.512 -8.214 2.447 0.013 0.002 0.047
Si 17.792 -5.401 2.47 -0.007 -0.008 0.003
Si 20.521 -2.675 2.272 0.026 0.011 0.008
Si 23.286 0.025 2.577 0.019 0.008 0.021
Si 26.085 2.75 2.599 0.025 -0.041 0.033
Si 23.165 5.46 2.393 0.006 0.048 0.013
Si 25.882 -8.154 2.631 0.007 0.031 0.013
Si 23.276 -5.394 2.434 -0.016 -0.009 0.019
Si 25.989 -2.71 2.557 0.002 -0.001 0.018
Si 28.699 0.067 2.524 -0.01 0.005 0.033
Si 31.371 2.718 2.675 0.001 0.019 0.009
Si 28.863 5.483 2.669 -0.012 -0.043 0.018
Si 31.477 -8.227 2.627 0.018 -0.016 0.029
Si 28.673 -5.52 2.694 0.006 -0.004 0.031
Si 31.391 -2.63 2.829 -0.025 0.004 0.038
Si 34.14 0.017 2.773 0.005 -0.003 0.022
Si 36.863 2.83 2.842 -0.007 -0.006 0.01
Si 34.151 5.51 2.791 -0.005 -0.004 0.026
Si 36.895 -8.15 2.815 0.016 -0.007 0.038
Si 34.195 -5.433 2.786 0.001 -0.011 0.017
Si 36.776 -2.614 2.669 -0.016 0.003 0.02
Si -25.88 0.05 2.779 0.009 0.007 0.024
Si -23.04 2.748 2.815 0.034 0.011 0.033
Si -25.761 5.492 2.805 -0.024 0.003 0.004
Si -23.101 -8.096 2.912 0.024 -0.007 0.014
Si -25.865 -5.287 2.985 -0.041 0.014 0.032
Si -23.086 -2.625 2.806 -0.024 -0.008 0.011
Si -20.366 0.023 2.728 -0.017 -0.015 -0.007
Si -17.692 2.694 2.904 0.009 0.01 0.002
Si -20.451 5.494 2.932 -0.019 0.011 0.022
Si -17.659 -8.179 2.845 -0.012 -0.029 0.006
Si -20.474 -5.437 2.95 -0.005 0.02 0.028
Si -17.676 -2.693 2.809 0.019 0.012 0.025
Si -14.933 -0.063 2.991 -0.022 -0.015 0.014
Si -12.332 2.673 2.757 -0.019 0.007 -0.013
Si -15.08 5.392 2.831 -0.007 0.014 0.021
Si -12.288 -8.261 2.853 0.005 -0.004 0.04
Si -15.002 -5.464 2.809 0.019 0.021 -0.014
Si -12.278 -2.802 2.815 0.019 0.052 0.013
Si -9.683 -0.132 2.893 0.063 0.02 0.02
Si -6.891 2.556 2.721 0.029 -0.016 0.02
Si -9.597 5.331 2.706 0.003 0 0.003
Si -6.939 -8.308 2.793 0.028 0.011 0.014
Si -9.519 -5.595 2.929 -0.016 -0.033 0.046
Si -7.019 -2.771 2.695 -0.036 0.005 -0.019
Si -4.229 -0.103 2.76 0.011 0.049 0.011
Si -1.612 2.677 2.962 -0.024 0.043 0.025
Si -4.133 5.398 2.775 -0.02 -0.013 0.037
Si -1.469 -8.275 2.679 0.018 0.009 0.002
Si -4.25 -5.51 2.796 0.017 0.032 0.039
Si -1.353 -2.867 2.951 0.03 -0.019 0.047
Si 0.003 -1.445 4.214 0.004 -0.003 0.003
Si 2.736 1.376 4.118 0.016 0.019 0.016
Si -0.114 4.027 4.174 0.038 -0.003 -0.014
Si 2.661 6.784 4.039 0.01 -0.006 -0.024
Si -0.078 -6.89 4.015 -0.01 0.006 -0.008
Si 2.635 -4.158 4.028 -0.004 0.01 -0.005
Si 5.358 -1.376 4.008 0.009 0.01 -0.021
Si 8.086 1.344 4.025 0.006 -0.008 0.003
Si 5.404 4.069 3.953 0.014 -0.012 0
Si 8.116 -9.556 3.932 -0.002 0.005 0.004
Si 5.379 -6.814 3.993 -0.01 0.008 -0.002
Si 8.148 -4.072 4.003 0.007 -0.007 0.018
Si 10.872 -1.337 3.952 0.007 0.008 -0.002
Si 13.631 1.351 3.799 -0.004 0.016 0.016
Si 10.9 4.119 3.921 -0.014 -0.004 0.003
Si 13.664 -9.511 3.928 -0.018 0.007 0.018
Si 10.842 -6.815 3.941 0.017 -0.002 -0.009
Si 13.644 -4.069 3.971 0.001 0.02 0.016
Si 16.395 -1.306 3.719 -0.019 0.002 -0.017
Si 19.089 1.415 3.704 0.011 0.004 0.006
Si 16.365 4.068 3.725 -0.005 0.02 -0.009
Si 19.066 -9.565 3.726 -0.023 -0.004 -0.01
Si 16.41 -6.79 3.814 -0.008 0.011 0.014
Si 19.169 -4 3.75 0.028 0.004 -0.006
Si 21.836 -1.369 3.785 0 -0.009 0.004
Si 24.637 1.41 3.912 -0.019 0.016 -0.001
Si 21.786 4.099 3.732 -0.009 -0.009 0.008
Si 24.484 -9.533 3.88 -0.001 -0.011 0.021
Si 21.884 -6.796 3.779 0.011 -0.024 -0.017
Si 24.584 -4.063 3.88 0.001 -0.028 -0.002
Si 27.333 -1.316 3.9 0.01 0.018 0.001
Si 29.995 1.381 4.01 0 -0.022 0
Si 27.418 4.106 3.965 0.005 -0.014 -0.011
Si 30.119 -9.489 4.073 -0.002 0.012 0.017
Si 27.259 -6.821 4.015 0.007 -0.012 0.009
Si 29.994 -4.08 4.049 -0.005 0.007 -0.019
Si 32.767 -1.302 4.158 -0.004 0.009 0.014
Si 35.46 1.423 4.125 -0.002 -0.03 -0.017
Si 32.74 4.093 4.052 -0.008 0.017 -0.025
Si 35.487 -9.473 4.167 0.034 -0.01 -0.014
Si 32.767 -6.813 4.041 -0.007 -0.028 -0.015
Si 35.479 -4.001 4.11 0.024 0.019 -0.017
Si -27.181 -1.326 4.144 0.004 -0.01 -0.003
Si -24.453 1.388 4.131 0.007 -0.002 -0.03
Si -27.091 4.158 4.209 -0.011 0.014 0.017
Si -24.45 -9.486 4.218 0.003 0.003 -0.001
Si -27.159 -6.753 4.25 0 -0.001 -0.002
Si -24.429 -3.956 4.237 0.011 -0.009 -0.011
Si -21.719 -1.296 4.157 0.018 -0.005 0.007
Si -19.066 1.332 4.202 -0.012 -0.009 0.006
Si -21.768 4.094 4.256 -0.008 0.018 0.001
Si -19.036 -9.495 4.239 -0.009 -0.008 -0.005
Si -21.777 -6.783 4.313 -0.002 0.003 0.025
Si -19.037 -4.055 4.197 0.004 0.017 -0.029
Si -16.35 -1.406 4.264 -0.01 -0.018 0.008
Si -13.603 1.357 4.252 0.014 -0.019 -0.016
Si -16.365 4.058 4.258 0.01 0.013 0.006
Si -13.668 -9.6 4.191 -0.005 0 -0.008
Si -16.337 -6.808 4.204 0.012 -0.016 0.021
Si -13.645 -4.131 4.191 0.017 -0.026 -0.002
Si -10.975 -1.485 4.259 -0.03 -0.032 -0.004
Si -8.256 1.269 4.148 -0.024 0.03 0.014
Si -10.953 4.013 4.119 -0.003 0.005 0.004
Si -8.273 -9.656 4.146 -0.023 -0.004 0.026
Si -10.954 -6.902 4.233 -0.014 -0.012 -0.005
Si -8.204 -4.153 4.197 -0.008 0.015 0.005
Si -5.607 -1.453 4.095 -0.027 0.01 0.002
Si -2.939 1.257 4.211 -0.014 -0.013 0.031
Si -5.523 3.968 4.08 -0.002 -0.002 -0.05
Si -2.788 6.744 4.133 0.006 -0.014 0.009
Si -5.572 -6.904 4.141 -0.003 0.014 -0.005
Si -2.839 -4.195 4.18 -0.027 0.007 -0.025
Si 1.395 -2.782 16.296 0 -0.016 0.008
Si 4.112 -0.065 16.192 -0.007 -0.016 -0.006
Si 1.416 2.649 16.332 0.01 -0.017 -0.013
Si 4.142 5.361 16.185 -0.01 -0.004 0
Si 1.402 -8.244 16.226 -0.004 0.001 -0.008
Si 4.148 -5.519 16.177 -0.011 -0.03 0.005
Si 6.919 -2.737 16.077 -0.005 -0.011 0.002
Si 9.684 -0.003 16.086 0.006 -0.009 -0.008
Si 6.896 2.672 16.106 0.003 -0.007 0.005
Si 9.634 -10.934 16.064 -0.001 0.006 -0.015
Si 6.915 -8.22 16.134 0.001 -0.02 0.001
Si 9.603 -5.458 16.01 -0.015 0 -0.008
Si 12.341 -2.677 16.031 -0.012 0.007 -0.016
Si 15.041 0.029 16.078 0.008 0.02 -0.005
Si 12.327 2.731 16.108 -0.016 0.008 -0.001
Si 15.055 -10.895 16.058 -0.01 -0.016 -0.003
Si 12.352 -8.161 16.009 -0.006 0.016 0
Si 15.055 -5.413 16.064 0.006 0.004 -0.015
Si 17.718 -2.686 16.123 -0.01 0.025 0.006
Si 20.402 0.029 16.206 -0.004 -0.008 0.001
Si 17.757 2.711 16.173 -0.009 0.004 0.007
Si 20.399 -10.876 16.117 -0.011 0.009 -0.005
Si 17.74 -8.15 16.084 0.002 0.02 -0.001
Si 20.454 -5.419 16.135 0.015 0.013 -0.011
Si 23.06 -2.691 16.227 0.011 -0.005 0.007
Si 25.781 -0.024 16.199 -0.019 -0.004 -0.013
Si 23.116 2.762 16.189 0.001 -0.002 -0.001
Si 25.803 -10.832 16.206 0.001 0.005 -0.018
Si 23.1 -8.122 16.186 0.011 0.008 -0.009
Si 25.798 -5.436 16.193 0.015 0.011 -0.01
Si 28.471 -2.733 16.277 -0.018 0.001 0.006
Si 31.238 0.026 16.282 0.017 0.015 -0.002
Si 28.529 2.734 16.214 0.006 0.003 -0.006
Si 31.269 -10.842 16.32 0.015 0.006 0.004
Si 28.501 -8.143 16.267 -0.006 -0.004 -0.001
Si 31.197 -5.436 16.299 -0.004 -0.004 -0.006
Si 33.944 -2.676 16.324 0.002 -0.01 0.001
Si 36.691 0.081 16.405 0.01 0.013 -0.005
Si 33.947 2.776 16.382 0.006 -0.007 -0.012
Si 36.658 -10.861 16.384 0.009 -0.003 -0.001
Si 33.893 -8.155 16.328 -0.009 0.007 0.003
Si 36.662 -5.407 16.338 -0.015 -0.001 -0.015
Si -25.868 -2.647 16.395 0.002 0.008 -0.008
Si -23.148 0.018 16.429 0.003 -0.016 -0.008
Si -25.901 2.748 16.407 0 -0.013 -0.01
Si -23.157 -10.85 16.463 0.006 0.005 -0.003
Si -25.869 -8.123 16.427 -0.001 0.002 -0.014
Si -23.147 -5.381 16.465 0.002 0.009 -0.002
Si -20.45 -2.711 16.495 -0.003 -0.002 -0.015
Si -17.722 -0.011 16.475 -0.002 -0.003 -0.003
Si -20.45 2.764 16.441 0 0.006 -0.015
Si -17.712 -10.853 16.443 0.008 0.003 -0.012
Si -20.409 -8.106 16.47 0.021 0 -0.008
Si -17.745 -5.451 16.522 -0.009 -0.004 -0.002
Si -15.029 -2.746 16.437 -0.003 -0.007 -0.013
Si -12.254 -0.066 16.395 -0.002 0.001 -0.016
Si -14.99 2.701 16.426 0.005 -0.004 -0.015
Si -12.253 -10.93 16.433 0.002 -0.003 -0.007
Si -14.983 -8.176 16.449 0.012 -0.004 -0.022
Si -12.27 -5.496 16.42 -0.015 -0.002 -0.009
Si -9.507 -2.804 16.391 0.002 -0.009 -0.004
Si -6.753 -0.067 16.407 0 0.006 -0.005
Si -9.514 2.673 16.393 -0.002 0.008 -0.012
Si -6.789 5.376 16.353 -0.001 -0.001 -0.006
Si -9.515 -8.227 16.396 0 -0.005 -0.006
Si -6.778 -5.499 16.402 0.003 -0.011 -0.008
Si -4.064 -2.782 16.394 -0.002 0.006 0.007
Si -1.319 -0.055 16.365 -0.008 0.01 0.003
Si -4.019 2.616 16.374 -0.008 0.004 -0.01
Si -1.271 5.35 16.364 0.019 -0.004 0
Si -4.016 8.097 16.364 -0.009 0.012 -0.007
Si -1.34 -5.473 16.307 0.009 -0.013 -0.002
Si 2.753 -1.391 17.625 -0.019 0.016 -0.008
Si 5.536 1.299 17.446 -0.003 0.022 0.005
Si 2.813 4.038 17.632 0.002 0.002 0.003
Si 5.583 6.678 17.472 0.026 -0.015 -0.004
Si 2.771 -6.89 17.54 0.001 0.027 0.016
Si 5.533 -4.082 17.409 0.023 0.022 -0.004
Si 8.41 -1.461 17.392 0.018 -0.007 -0.008
Si 10.991 1.377 17.507 0.008 0.008 -0.025
Si 8.31 4.004 17.434 -0.016 -0.024 -0.001
Si 11.015 -9.54 17.345 -0.006 -0.032 -0.008
Si 8.304 -6.809 17.418 0.003 -0.001 0.017
Si 10.959 -4.063 17.304 -0.017 0.049 -0.018
Si 13.651 -1.292 17.417 -0.032 -0.023 0.002
Si 16.381 1.332 17.507 0.004 -0.017 0.033
Si 13.671 4.131 17.443 0.007 0.023 -0.01
Si 16.417 -9.558 17.418 0.003 -0.021 0.008
Si 13.719 -6.824 17.369 -0.017 -0.012 0.027
Si 16.329 -4.01 17.474 -0.019 -0.009 0.038
Si 19.04 -1.359 17.558 -0.002 -0.012 0.004
Si 21.747 1.43 17.559 0.021 0.015 -0.011
Si 19.105 4.097 17.551 0.019 -0.02 -0.008
Si 21.722 -9.518 17.484 0.01 -0.004 0.002
Si 19.101 -6.796 17.444 0.006 -0.019 -0.006
Si 21.716 -4.068 17.613 -0.03 -0.002 -0.015
Si 24.4 -1.332 17.606 0.012 0.013 0.027
Si 27.164 1.332 17.511 0.006 0.004 -0.017
Si 24.459 4.135 17.567 -0.013 0.015 0.014
Si 27.111 -9.475 17.618 0.02 -0.012 0.017
Si 24.408 -6.722 17.574 -0.02 -0.009 0.005
Si 27.14 -4.164 17.634 0.019 -0.008 0.016
Si 29.845 -1.342 17.589 0.003 -0.007 -0.02
Si 32.558 1.396 17.687 -0.018 -0.003 0
Si 29.887 4.083 17.588 -0.01 -0.033 0.007
Si 32.578 -9.49 17.782 0.008 0.002 -0.009
Si 29.854 -6.821 17.67 0.005 0.018 -0.01
Si 32.533 -4.036 17.628 0.019 -0.004 0.003
Si 35.326 -1.328 17.688 -0.006 0.007 -0.035
Si 37.999 1.473 17.82 -0.014 0.005 0.018
Si 35.29 4.139 17.785 0 -0.019 0
Si 38.05 -9.535 17.731 -0.003 0.005 0.011
Si 35.253 -6.777 17.627 0 0.008 -0.001
Si 38.007 -4.014 17.674 -0.006 -0.014 -0.023
Si -24.481 -1.349 17.8 0.006 -0.012 0.025
Si -21.847 1.433 17.783 -0.012 0.01 -0.027
Si -24.539 4.073 17.781 0.008 0.001 -0.023
Si -21.765 -9.475 17.786 -0.001 -0.016 0.001
Si -24.54 -6.718 17.792 -0.004 -0.003 0.01
Si -21.805 -4.05 17.895 -0.009 0.015 -0.001
Si -19.111 -1.341 17.851 0.008 -0.001 0.009
Si -16.325 1.343 17.8 0.002 0.004 -0.008
Si -19.071 4.109 17.788 -0.017 0.014 0.011
Si -16.383 -9.476 17.816 0.004 0.004 -0.01
Si -19.12 -6.769 17.946 -0.022 0.006 0
Si -16.375 -4.08 17.845 0.006 0.004 0.024
Si -13.654 -1.388 17.755 0.003 0.018 -0.011
Si -10.878 1.293 17.718 -0.009 -0.022 0.006
Si -13.647 4.058 17.79 0.003 0.006 0.018
Si -10.856 -9.591 17.772 -0.005 0.004 -0.01
Si -13.6 -6.857 17.815 -0.007 0.009 0.001
Si -10.892 -4.145 17.747 0.019 -0.007 0.008
Si -8.112 -1.467 17.728 0.009 0.012 -0.018
Si -5.384 1.294 17.778 -0.002 -0.004 0.015
Si -8.131 4.026 17.738 0.009 -0.007 -0.007
Si -5.401 6.723 17.677 -0.002 0.021 0.006
Si -8.147 -6.871 17.739 0.015 -0.005 0.006
Si -5.42 -4.144 17.781 -0.015 0.015 -0.004
Si -2.687 -1.409 17.733 0.009 0.005 -0.006
Si 0.058 1.294 17.743 -0.005 -0.006 -0.008
Si -2.595 3.929 17.714 0.013 -0.032 -0.006
Si 0.124 -9.584 17.689 0.027 -0.016 0.002
Si -2.653 -6.829 17.706 -0.007 -0.008 -0.017
Si 0.026 -4.138 17.677 0.006 0.031 0.008
Si 1.389 -0.093 19.105 0.001 -0.027 0.01
Si 4.222 2.627 18.886 0.005 -0.017 -0.015
Si 1.518 5.406 19.09 0.012 0.017 -0.006
Si 4.233 -8.26 18.769 -0.037 -0.011 -0.048
Si 1.396 -5.569 18.953 -0.009 -0.02 -0.045
Si 4.165 -2.809 18.833 0.012 -0.039 -0.03
Si 7.025 -0.086 18.607 0 0.005 -0.022
Si 9.663 2.748 18.889 0.012 0.026 0.001
Si 6.953 5.281 18.813 -0.061 0.042 -0.031
Si 9.698 -8.211 18.705 -0.026 -0.017 -0.009
Si 6.989 -5.348 18.71 0.027 0.042 -0.035
Si 9.78 -2.772 18.852 0.001 -0.012 -0.004
Si 12.355 0.031 18.871 -0.025 0.007 -0.009
Si 15.001 2.75 18.774 -0.012 0.009 -0.034
Si 12.359 -10.77 18.813 0.001 0.024 -0.026
Si 15.035 -8.232 18.729 -0.011 -0.009 -0.034
Si 12.309 -5.413 18.585 -0.002 0.013 -0.043
Si 14.929 -2.615 18.83 0.013 -0.021 -0.043
Si 17.669 -0.053 18.953 -0.023 0.039 -0.039
Si 20.474 2.808 18.994 0.019 0.019 0.005
Si 17.736 -10.86 18.883 0.003 0.016 0.003
Si 20.385 -8.183 18.866 -0.015 -0.002 -0.019
Si 17.749 -5.398 18.726 0.014 0.01 -0.027
Si 20.329 -2.731 18.989 0.003 0 -0.024
Si 23.065 0.112 18.967 0.006 -0.011 -0.024
Si 25.855 2.718 18.833 0.005 -0.007 -0.014
Si 23.054 -10.818 18.904 -0.013 0.008 -0.027
Si 25.73 -8.063 18.949 0.013 -0.004 -0.005
Si 23.061 -5.406 19.021 0.038 0.005 0.005
Si 25.694 -2.826 18.901 -0.032 -0.018 -0.039
Si 28.491 0.014 18.928 0.01 0.011 -0.007
Si 31.165 2.741 19.048 -0.019 -0.01 -0.026
Si 28.528 -10.867 18.897 -0.006 -0.003 -0.039
Si 31.164 -8.14 19.128 0.005 -0.009 0.012
Si 28.498 -5.53 19.075 -0.019 0.011 -0.024
Si 31.116 -2.727 18.981 -0.01 -0.027 -0.005
Si 33.957 0.033 18.998 0.014 0.014 -0.002
Si 36.621 2.852 19.243 0.059 -0.01 0.002
Si 33.963 -10.821 19.187 -0.004 0.02 -0.002
Si 36.623 -8.141 18.945 -0.017 0.006 -0.044
Si 33.896 -5.393 18.957 0.007 -0.008 -0.031
Si 36.674 -2.688 19.061 -0.017 -0.011 -0.004
Si 39.449 0.092 19.056 0.008 0.033 -0.039
Si -23.196 2.762 19.202 0.016 -0.015 0.002
Si 39.371 -10.93 19.136 -0.039 -0.017 -0.021
Si -23.134 -8.087 19.093 0.018 0.005 -0.037
Si 39.34 -5.298 19.084 0.016 0.008 -0.017
Si -23.187 -2.721 19.275 -0.025 0.011 -0.008
Si -20.517 0.085 19.129 0.008 -0.017 -0.005
Si -17.709 2.718 19.107 0.002 -0.005 -0.018
Si -20.401 -10.829 19.16 0.006 0.015 -0.035
Si -17.717 -8.143 19.267 0.017 -0.021 -0.008
Si -20.5 -5.389 19.35 0.024 -0.008 0
Si -17.751 -2.707 19.22 -0.006 -0.024 -0.033
Si -14.949 -0.009 19.163 0.002 0.001 -0.018
Si -12.277 2.622 19.065 -0.002 0 -0.042
Si -15.032 -10.857 19.128 0.016 -0.009 -0.027
Si -12.212 -8.254 19.146 0.006 -0.001 -0.033
Si -14.988 -5.488 19.15 -0.009 -0.004 -0.056
Si -12.297 -2.777 19.055 -0.002 -0.028 -0.02
Si -9.475 -0.084 19.02 -0.017 0.003 -0.037
Si -6.768 2.682 19.103 0.006 0.006 -0.016
Si -9.476 5.37 19.121 0.014 0.011 -0.011
Si -6.738 8.093 19.055 -0.002 -0.007 -0.039
Si -9.559 -5.547 19.092 -0.017 -0.002 -0.027
Si -6.803 -2.808 19.169 -0.006 -0.005 -0.011
Si -4.017 -0.072 19.155 0.025 -0.018 -0.025
Si -1.231 2.641 19.205 -0.019 0.02 0.021
Si -4.017 5.299 18.937 -0.019 -0.009 -0.037
Si -1.234 -8.177 19.012 0.023 0.033 -0.026
Si -4.035 -5.514 19.111 -0.009 -0.011 0.006
Si -1.327 -2.769 19.087 0.003 -0.002 -0.029
Si 0.012 -1.447 20.551 -0.029 0.009 0.059
Si 2.852 1.301 20.307 -0.001 -0.001 0.029
Si 0.132 4.088 20.554 0.012 0.022 0.056
Si 3.098 6.726 20.334 0.031 -0.06 0.027
Si 0.129 -6.919 20.485 -0.002 0.001 0.025
Si 2.765 -4.138 20.206 -0.024 0.005 0.046
Si 5.738 -1.486 19.927 0.033 -0.022 0.016
Si 8.335 1.186 20.062 0.01 -0.023 0.02
Si 5.755 3.817 20.238 0.062 -0.028 0.043
Si 8.271 6.776 20.021 0.013 -0.009 0.048
Si 5.534 -6.698 19.886 -0.057 0.015 0.032
Si 8.401 -4.143 20.195 0.013 0.003 0.045
Si 11.175 -1.431 20.283 -0.027 -0.051 0.063
Si 13.677 1.447 20.208 0.008 0.019 0.037
Si 11.018 4.234 20.197 0.021 -0.005 0.062
Si 13.709 -9.435 20.261 -0.041 -0.035 0.045
Si 11.127 -6.82 19.957 0.016 -0.032 0.07
Si 13.545 -4.092 20.03 0.006 0.037 0.084
Si 16.221 -1.372 20.368 0.012 0.027 0.034
Si 19.021 1.436 20.221 -0.035 -0.015 0.054
Si 16.293 4.13 20.15 -0.019 -0.017 0.06
Si 19.078 -9.536 20.302 0.02 -0.002 0.051
Si 16.437 -6.864 19.94 0.026 -0.028 0.04
Si 18.908 -4.117 20.325 0.013 0.015 0.067
Si 21.683 -1.296 20.286 -0.007 0.004 0.057
Si 24.505 1.507 20.283 -0.028 -0.029 0.037
Si 21.851 4.172 20.44 -0.009 -0.014 0.055
Si 24.313 -9.375 20.259 -0.053 0.015 0.043
Si 21.703 -6.848 20.286 0.015 -0.017 0.059
Si 24.374 -4.07 20.476 0.008 0.001 0.069
Si 27.149 -1.488 20.099 0.025 -0.023 0.053
Si 29.739 1.369 20.406 0.014 0.033 0.034
Si 27.223 4.026 20.198 0.048 -0.02 0.037
Si 29.745 -9.558 20.419 0.002 -0.006 0.082
Si 27.08 -6.864 20.46 0.026 0.022 0.033
Si 29.836 -4.128 20.432 -0.002 0.006 0.05
Si 32.525 -1.347 20.23 -0.011 0.008 0.015
Si 35.223 1.378 20.478 -0.002 -0.019 0.035
Si 32.496 4.138 20.453 -0.037 0.007 0.058
Si 35.405 -9.418 20.484 0.01 -0.018 0.08
Si 32.555 -6.699 20.387 0.011 0.036 0.052
Si 35.261 -4.066 20.342 -0.012 0.003 0.051
Si 38.128 -1.331 20.319 0.028 -0.012 0.046
Si 40.689 1.43 20.571 -0.028 -0.022 0.076
Si 38.003 4.229 20.709 -0.023 -0.004 0.035
Si 40.786 -9.52 20.327 0.006 -0.009 0.038
Si 37.915 -6.722 20.248 -0.017 -0.001 0.029
Si 40.642 -4.073 20.644 0.033 0.027 0.036
Si -21.885 -1.194 20.554 -0.043 -0.016 0.059
Si -19.12 1.423 20.458 -0.004 0.022 0.032
Si -21.811 4.156 20.491 0.005 0.015 0.063
Si -19.059 -9.519 20.628 -0.009 -0.012 0.062
Si -21.933 -6.773 20.664 -0.015 0.028 0.064
Si -19.114 -4.006 20.707 0 0.029 0.055
Si -16.333 -1.318 20.513 0.001 0.019 0.035
Si -13.61 1.337 20.555 -0.008 -0.024 0.049
Si -16.401 4.102 20.468 -0.006 0.002 0.056
Si -13.627 -9.562 20.496 -0.008 0.01 0.061
Si -16.36 -6.761 20.613 0.011 0.038 0.082
Si -13.564 -4.156 20.461 -0.01 -0.004 0.057
Si -10.957 -1.361 20.31 0.002 0.045 0.039
Si -8.126 1.25 20.403 0.005 -0.009 0.022
Si -10.868 3.947 20.37 0.01 -0.003 0.077
Si -8.047 6.711 20.439 0.004 0.008 0.066
Si -10.828 -6.939 20.528 0.014 0.006 0.046
Si -8.251 -4.186 20.463 0.002 0.006 0.031
Si -5.426 -1.434 20.519 0.007 -0.004 0.023
Si -2.6 1.235 20.587 -0.008 -0.009 0.045
Si -5.307 4.015 20.412 0.013 -0.015 0.028
Si -2.696 -9.571 20.161 -0.024 0.024 0.054
Si -5.41 -6.862 20.469 -0.029 -0.014 0.031
Si -2.697 -4.137 20.459 0.014 0.03 0.041
Si 1.176 -3.16 21.656 0.087 0.192 -0.812
Si 4.537 -0.028 21.21 -0.122 0.165 -0.589
Si 1.922 2.978 21.711 -0.335 -0.309 -0.658
Si 4.362 5.068 21.58 0.194 0.382 -0.596
Si 1.957 -8.004 21.61 -0.293 -0.182 -0.697
Si 4.035 -5.689 21.364 0.064 0.203 -0.793
Si 7.187 -2.588 21.431 -0.15 -0.193 -0.704
Si 9.415 -0.385 21.4 0.187 0.049 -0.72
Si 6.77 2.046 21.534 0.075 0.308 -0.758
Si 9.555 5.543 21.513 0.18 0.228 -0.67
Si 7.079 -7.867 21.073 -0.095 -0.21 -0.699
Si 9.546 -5.867 21.341 0.166 0.413 -0.615
Si 12.566 -2.777 21.745 -0.131 -0.035 -0.685
Si 15.219 0.406 21.64 -0.18 -0.299 -0.711
Si 12.547 3.043 21.501 -0.162 -0.056 -0.711
Si 14.77 -11.075 21.554 0.187 0.179 -0.8
Si 12.8 -7.6 21.44 -0.068 -0.225 -0.74
Si 15.016 -5.494 21.084 0.015 0 -0.574
Si 17.059 -3.246 21.587 0.185 0.164 -0.793
Si 20.235 0.014 21.59 0.131 0.002 -0.719
Si 17.438 2.615 21.473 0.163 0.103 -0.767
Si 20.675 -10.56 21.747 -0.129 -0.144 -0.765
Si 17.814 -7.95 21.473 -0.079 -0.247 -0.742
Si 20.052 -5.791 21.529 0.103 0.25 -0.741
Si 23.33 -2.264 21.651 -0.208 -0.369 -0.667
Si 25.709 -0.196 21.315 0.085 0.201 -0.716
Si 23.665 3.236 21.698 -0.16 -0.071 -0.731
Si 25.764 -10.861 21.246 -0.045 -0.024 -0.53
Si 22.834 -8.268 21.807 0.218 0.115 -0.723
Si 25.985 -5.246 21.785 -0.257 -0.129 -0.744
Si 28.172 -2.98 21.607 0.173 0.068 -0.778
Si 31.349 0.141 21.573 -0.239 -0.122 -0.62
Si 28.662 2.986 21.799 -0.121 -0.202 -0.723
Si 30.884 -11.089 21.791 0.148 0.117 -0.721
Si 27.967 -8.693 21.719 0.157 0.246 -0.716
Si 31.476 -5.149 21.816 -0.219 -0.238 -0.704
Si 33.64 -2.898 21.544 0.143 0.084 -0.717
Si 36.921 0.154 21.582 -0.257 -0.061 -0.67
Si 33.516 2.471 21.72 0.317 0.265 -0.676
Si 37.099 -10.235 21.975 -0.123 -0.266 -0.723
Si 34.191 -7.799 21.623 -0.057 -0.085 -0.754
Si 36.392 -5.638 21.659 0.089 0.105 -0.706
Si 39.561 -2.346 21.899 -0.036 -0.21 -0.681
Si 41.802 -0.085 21.985 0.182 0.122 -0.693
Si 39.045 2.476 21.924 0.258 0.296 -0.653
Si 42.342 -10.533 21.754 -0.128 -0.188 -0.758
Si 39.322 -8.122 21.419 -0.03 -0.03 -0.519
Si 41.481 -5.914 21.925 0.229 0.181 -0.72
Si -20.219 -2.207 21.825 -0.101 -0.332 -0.711
Si -17.908 -0.077 21.769 0.259 0.143 -0.694
Si -20.264 2.981 21.796 -0.136 -0.147 -0.75
Si -17.96 -11.198 21.916 0.112 0.25 -0.738
Si -20.681 -8.351 21.872 0.151 0.184 -0.719
Si -17.409 -5.086 21.968 -0.22 -0.266 -0.755
Si -15.119 -2.935 21.705 0.112 0.165 -0.748
Si -11.929 0.198 21.777 -0.252 -0.057 -0.676
Si -14.836 2.968 21.761 -0.125 -0.278 -0.662
Si -12.49 5.04 21.625 0.073 0.196 -0.81
Si -14.72 -7.933 21.825 -0.175 -0.218 -0.731
Si -12.421 -5.765 21.789 0.193 0.226 -0.786
Si -9.644 -2.686 21.649 -0.109 -0.334 -0.715
Si -6.526 0.223 21.792 -0.323 -0.362 -0.648
Si -9.698 2.383 21.682 0.04 0.164 -0.706
Si -6.405 5.599 21.719 -0.188 -0.08 -0.719
Si -9.157 8.254 21.801 -0.243 -0.169 -0.749
Si -7.049 -5.735 21.752 0.161 0.162 -0.72
Si -3.916 -2.64 21.859 -0.169 -0.172 -0.666
Si -1.626 -0.435 22.008 0.248 0.216 -0.751
Si -4.23 2.424 21.78 0.37 0.325 -0.739
Si -1.398 5.601 21.675 0.268 -0.181 -0.662
Si -4.191 -8.521 21.613 -0.058 0.2 -0.658
Si -1.119 -5.301 21.748 -0.07 -0.269 -0.737
Si 3.262 -5.46 -6.779 0.036 -0.14 0.093
Si 1.621 3.834 24.41 0.013 -0.021 -0.095
Si 6.816 -7.899 23.919 0.037 0.122 -0.063
Si 5.498 2.114 25.811 0.032 -0.123 -0.04
Si -1.04 -8.624 25.942 -0.108 0.041 -0.086
Si 9.864 0.019 24.387 -0.001 -0.109 -0.044
Si 6.449 3.141 -3.31 0.163 -0.033 0.247
Si 7.174 -0.169 25.783 -0.034 0.036 -0.004
Si 9.424 -9.311 24.259 0.096 0.056 -0.237
Si 7.786 1.715 -5.43 -0.002 0.007 0.024
Si 11.063 -6.85 23.726 -0.037 -0.029 -0.243
Si 8.165 -2.884 -6.934 0.068 0.007 -0.029
Si 10.167 6.578 -6.229 -0.029 0.093 -0.03
Si 13.354 6.533 -5.909 -0.127 -0.04 0.008
Si 13.808 3.645 -7.027 -0.037 0.003 -0.064
Si 23.258 -4.344 -4.418 0.015 -0.038 0.064
Si 12.327 -5.012 25.952 -0.106 0.048 0.076
Si 19.582 -6.965 -5.213 0.034 0.03 -0.073
Si 20.932 0.71 24.336 0.052 -0.085 -0.068
Si -31.926 2.728 -4.408 -0.01 -0.069 0.101
Si 15.644 -8.33 -6.875 -0.017 0.003 -0.069
Si 18.659 4.496 23.777 -0.014 0.002 -0.191
Si 14.113 -1.295 23.84 0.026 -0.047 -0.108
Si 15.623 -5.172 -6.685 -0.024 -0.049 -0.007
Si 18.784 -1.953 23.547 -0.028 -0.007 -0.083
Si 23.599 3.174 -2.668 0.057 -0.011 -0.101
Si 22.877 5.506 26.149 -0.03 0.049 0.117
Si 20.194 -4.458 24.161 0.004 -0.072 -0.049
Si 28.694 -8.744 -2.943 -0.083 -0.01 0.057
Si 31.598 -1.709 -7.071 0.128 -0.001 -0.006
Si -32.582 5.714 -5.114 0 -0.002 -0.094
Si 29.642 -1.21 23.778 0.009 0.055 -0.142
Si 32.361 -9.182 23.848 -0.026 0.046 -0.15
Si 31.623 0.687 -3.056 -0.068 -0.153 -0.013
Si 28.063 -8.779 24.729 0.006 -0.02 -0.085
Si -32.28 0.748 -6.757 0.177 -0.119 -0.025
Si -29.656 -4.048 -2.007 -0.01 -0.014 0.103
Si -31.264 1.705 24.33 0.096 0.226 -0.022
Si -30.707 -1.674 -7.1 -0.129 0.018 0.053
Si -30.175 -0.987 23.535 -0.005 -0.036 -0.093
Si -26.604 -4.737 -4.813 0.091 -0.042 -0.027
Si -17.368 5.633 24.952 -0.092 0.034 -0.111
Si -21.413 1.221 -6.294 0.013 0.169 -0.033
Si -23.489 -2.409 26.118 0.068 -0.038 0.067
Si -22.416 2.645 -3.905 -0.094 -0.047 -0.049
Si -25.738 5.085 26.168 -0.016 0.036 -0.151
Si -22.686 5.556 -2.776 -0.087 -0.025 0.115
Si -24.418 -5.015 24.718 -0.073 -0.062 -0.066
Si -19.919 -7.523 24.85 0.074 -0.065 -0.069
Si -12.022 -9.429 -4.721 -0.046 -0.08 0.001
Si -16.026 1.15 23.807 -0.093 0.065 -0.011
Si -12.605 -7.146 -6.8 0.007 -0.092 -0.044
Si -26.109 2.266 24.98 0.009 0.05 -0.145
Si -15.508 -0.422 -4.01 -0.064 0.023 0.054
Si -16.279 1.089 -6.471 -0.02 -0.039 -0.043
Si -16.644 4.068 -6.001 0.084 0.011 -0.07
Si -7.923 -1.367 23.664 0.078 0.052 0.111
Si -10.255 -5.872 26.035 -0.035 -0.042 0.115
Si -10.348 -3.198 -2.862 -0.19 0.077 0.096
Si -11.262 -4.031 24.056 0.06 -0.03 -0.183
Si -14.85 -9.074 24.692 0 0.005 -0.035
Si -1.807 1.19 -4.564 -0.003 0.1 -0.045
Si -3.675 6.126 25.989 0.031 0.044 -0.012
Si -4.982 -7.489 25.601 0.091 0.096 -0.022
Si -5.958 -3.821 23.975 0.072 0.133 -0.157
Si -4.734 1.48 -5.426 -0.029 0.131 -0.028
Si -1.717 -2.591 -6.939 0.121 0.118 0.009
Si -0.79 2.942 25.893 -0.064 -0.047 -0.005
Si -2.959 4.04 23.928 -0.019 -0.001 -0.032
Si 7.418 -5.43 25.247 0.061 -0.057 -0.165
Si -2.72 -6.92 23.9 -0.067 0.012 -0.098
Si -1.444 -1.892 -3.974 0.072 0.036 0.044
Si 1.024 2.089 -4.202 -0.017 -0.072 0.006
Si 3.277 -1.897 23.414 0.05 -0.106 -0.114
Si -2.121 5.897 -2.979 -0.012 -0.078 0.234
Si 3.726 5.549 25.912 -0.113 0.015 -0.085
Si 0.051 -6.688 -1.965 -0.065 0.038 0.104
Si 8.39 3.566 23.428 0.042 -0.162 -0.065
Si 4.206 -7.957 25.724 -0.052 0.005 -0.066
Si 11.559 -6.001 -4.597 -0.001 0.009 -0.02
Si 5.813 4.565 24.33 -0.004 0.031 -0.201
Si 8.545 5.108 -4.103 0.063 -0.029 0.014
Si 11.481 -2.438 24.493 0.054 -0.109 -0.129
Si 5.413 -3.983 23.626 0.033 0.025 -0.158
Si 10.281 -0.043 -2.552 0.041 0.059 -0.004
Si 16.219 2.005 -6.555 0.121 0.001 0.134
Si 11.231 2.521 24.295 -0.045 0.04 -0.054
Si 16.445 6.698 23.763 0.034 -0.023 -0.118
Si 16.424 -6.651 -2.314 -0.107 0.028 0.063
Si 19.048 5.352 -3.649 0.099 0.122 0.134
Si 12.292 -3.443 -3.216 -0.002 0.014 0.126
Si 18.721 2.156 25.651 -0.045 0.044 -0.121
Si 13.117 2.873 -4.147 0.01 0.102 -0.011
Si 22.749 -4.362 25.826 0.184 0.069 -0.08
Si 18.811 -1.621 -6.769 0.05 -0.068 -0.051
Si 15.781 -1.056 -6.735 -0.079 0.058 -0.13
Si 20.397 -4.826 -3.287 -0.012 0.006 0.113
Si 28.823 -3.025 -2.803 -0.027 -0.081 -0.028
Si 23.039 2.736 24.735 0.082 0.042 -0.102
Si 27.457 0.946 23.743 0.023 0.081 -0.101
Si 22.914 -1.588 24.602 0.036 0.078 -0.052
Si 24.967 0.588 25.515 -0.081 -0.108 -0.151
Si 29.983 6.613 -6.403 -0.001 0.041 0.019
Si -24.883 1.021 -4.024 0.072 0.058 0.095
Si 25.353 -9.041 25.763 0.046 -0.01 0.087
Si 31.454 -9.514 -2.668 0.058 -0.013 0.138
Si 24.357 -6.594 24.146 -0.06 -0.103 -0.085
Si 27.352 -0.582 -2.826 -0.068 -0.017 0.165
Si -18.46 -7.953 -3.992 0.023 0.04 0.024
Si -27.064 4.176 -2.225 -0.023 -0.01 0.127
Si -30.656 -9.258 -7.086 0.028 0.1 -0.086
Si -28.519 5.653 25.061 0.06 0.096 -0.039
Si -31 -6.068 -6.929 -0.007 -0.105 0.057
Si -31.729 -4.831 -4.081 -0.059 0.081 0.051
Si -22.485 -0.022 -2.68 -0.051 0.059 0.105
Si -25.346 6.053 -4.13 -0.001 0.01 0.051
Si -23.811 -7.075 -1.913 -0.004 -0.049 0.226
Si -24.015 -5.811 -5.844 -0.075 0.068 0.028
Si -21.158 -8.245 -2.603 0.008 0.016 0.088
Si -27.243 -4.127 23.963 0.025 0.04 0.016
Si -20.921 -2.105 24.83 0.049 0.097 -0.076
Si -14.241 5.111 -4.833 0.059 0.038 -0.01
Si -19.029 5.467 -4.857 -0.027 0.052 0.148
Si -14.762 -4.995 -6.702 -0.005 -0.03 -0.16
Si -21.665 -4.184 -5.08 -0.08 0.083 -0.107
Si -16.799 1.735 -2.071 -0.046 -0.059 0.167
Si -12.413 2.979 -4.055 -0.008 -0.095 -0.064
Si -10.805 4.009 -1.766 -0.09 -0.04 0.057
Si -20.133 -4.871 26.089 0.114 -0.044 0.03
Si -9.634 6.692 24.556 0.088 0.108 -0.074
Si -13.31 -2.637 25.997 0.085 -0.026 0.094
Si -8.158 4.095 23.859 0.004 0.045 -0.154
Si -6.584 3.529 -4.37 0.065 -0.168 0.115
Si -7.949 -7.643 25.9 0.013 0.051 0.039
Si -4.526 5.775 -4.467 0.105 -0.027 0.067
Si -3.726 -6.245 -5.08 -0.071 0.021 0.016
Si 0.624 -4.198 -6.533 -0.13 -0.029 -0.121
Si -6.151 -1.21 -5.433 -0.092 0.04 0.105
Si -4.527 -3.664 -6.58 0.031 0.018 -0.059
Si -0.946 -0.123 25.106 -0.053 0.094 -0.182
Si 0.034 4.671 -4.859 0.098 -0.127 -0.08
Si 3.722 -1.248 -5.151 0.064 0.031 -0.022
Si -8.374 -6.472 -4.849 0.018 -0.006 -0.087
Si -3.851 -1.576 -2.293 0.145 0.013 0.077
Si 0.56 6.65 23.658 -0.071 0.038 -0.104
Si 2.366 1.431 -1.754 0.178 -0.117 0.003
Si 3.775 4.13 -2.54 0.15 0.087 0.07
Si 3.477 1.545 -5.906 0.048 -0.125 0.057
Si -0.583 -6.68 -5.057 -0.023 -0.046 0.047
Si 1.448 -2.627 -4.095 -0.097 -0.08 0.124
Si 2.034 -0.559 25.666 -0.065 0.001 0.052
Si 8.006 -4.159 -2.164 0.009 0.066 -0.024
Si 4.026 -7.535 -4.807 0.018 -0.009 0.005
Si 9.654 -2.428 -4.285 -0.088 -0.091 0.216
Si 5.428 -3.707 -5.559 -0.07 0.04 -0.033
Si 6.326 -6.135 -3.74 0.084 0.033 -0.024
Si 13.124 0.886 -2.203 -0.106 -0.021 0.227
Si 17.671 2.489 -3.836 -0.136 0.064 0.097
Si 8.642 -9.126 -2.067 0.046 0.063 0.235
Si 13.474 5.768 -3.062 -0.046 0.018 0.106
Si 8.753 -6.903 -5.506 0.107 -0.029 -0.028
Si 9.998 2.664 -3.729 -0.106 -0.022 0.075
Si 15.124 -3.121 -4.573 0 0.026 -0.022
Si 21.853 0.626 -3.038 0.032 0.001 0.256
Si 11.561 -8.409 -2.743 -0.026 0.005 0.031
Si 24.876 -9.08 -2.213 0.022 0.032 0.122
Si 17.105 -8.706 -4.287 0.003 -0.084 0.085
Si 21.081 -9.557 -5.582 0.004 -0.087 0.004
Si 23.741 -1.637 -3.278 0.044 0.018 0.118
Si 17.634 -3.84 -3.032 -0.07 -0.004 0.06
Si 18.599 -4.593 -7.131 -0.026 0.015 -0.018
Si 25.609 0.453 -4.851 -0.103 0.032 0.031
Si 23.399 5.642 -4.295 -0.061 0.037 0.044
Si 25.451 -6.045 -2.99 -0.011 0.02 0.078
Si 19.752 0.871 -5.198 -0.155 -0.081 -0.034
Si 26.329 3.198 -3.975 0.1 -0.014 0.039
Si -28.826 2.634 25.969 0.041 -0.031 -0.045
Si 27.214 6.065 -5.087 0.013 0.007 -0.073
Si 29.521 -6.81 -6.677 0.028 -0.075 0.025
Si 28.232 -5.856 -4.079 -0.016 -0.06 0.009
Si 31.356 -6.431 24.679 0.035 0.004 -0.065
Si 28.967 1.795 -2.744 -0.101 0.047 -0.079
Si -24.366 0.215 -6.7 -0.072 0.087 -0.07
Si -28.806 2.457 -4.3 0 0.003 -0.001
Si -32.578 -6.876 -1.937 0.06 -0.079 0.021
Si -27.055 -2.598 -2.628 0.057 -0.121 0.044
Si -27.511 0.257 -2.947 -0.027 -0.022 0.113
Si -25.668 -7.283 -4.15 -0.026 -0.051 0.06
Si -17.922 -2.415 -4.206 0.078 0.081 -0.058
Si -28.783 -3.979 -6.935 -0.002 0.053 -0.186
Si 31.57 -2.285 -4.141 0.054 0.073 0.006
Si -23.115 4.79 24.615 0.1 0.013 0.058
Si -16.91 -5.388 -4.415 -0.082 -0.14 0.102
Si -22.15 1.916 24.106 -0.114 -0.019 -0.189
Si -20.615 -2.375 -2.824 0.04 -0.044 0.096
Si -20.472 6.06 25.876 0.036 -0.159 -0.022
Si -13.847 -1.022 23.74 0.057 0.003 -0.015
Si -18.97 -0.532 -6.487 0.012 -0.074 0.034
Si -12.644 0.001 -3.155 0.041 -0.015 0.175
Si -18.683 3.931 -2.217 -0.052 0.049 0.11
Si -12.214 5.657 24.503 -0.054 0.121 -0.077
Si -12.101 4.421 -6.407 0.028 -0.052 -0.012
Si -16.56 -6.964 -1.961 0.063 -0.048 0.038
Si -12.763 -3.358 -1.292 0.005 0.052 0.049
Si -10.8 -1.471 -5.236 0.011 0.025 -0.085
Si -8.097 5.199 -2.427 0.086 -0.065 -0.071
Si 2.22 -4.4 -1.884 0.08 0.036 0.097
Si -8.513 -0.287 -7.157 -0.067 -0.012 0.111
Si -17.629 -5.86 25.03 0.092 0.03 -0.056
Si -7.091 2.423 -7.009 0.06 -0.13 -0.007
Si -2.824 1.212 -1.881 0.053 -0.063 0.17
Si 2.739 5.996 -4.774 -0.025 0.067 -0.05
Si -9.552 -8.767 -3.05 0.003 0.005 0.122
Si -3.91 -8.202 -2.964 -0.009 0.084 0.145
Si -7.979 -4.712 -2.609 0.009 -0.011 0.009
Si -6.685 -1.81 -2.744 -0.076 0.168 0.219
Si 1.345 -2.83 5.497 0.022 0.011 0.014
Si 4.055 -0.038 5.433 0 -0.012 0.003
Si 1.311 2.682 5.461 0.001 -0.009 0.02
Si 4.042 5.404 5.352 -0.005 -0.01 0.005
Si 1.299 8.121 5.411 -0.007 0.004 -0.002
Si 4.027 -5.485 5.379 -0.002 0.007 0.005
Si 6.773 -2.714 5.342 0.007 0.011 0.01
Si 9.508 -0.003 5.324 -0.008 0.005 0.014
Si 6.753 2.726 5.355 -0.007 -0.003 0.007
Si 9.521 5.444 5.289 0.011 0.003 0.001
Si 6.768 -8.19 5.31 0.001 -0.009 -0.002
Si 9.509 -5.459 5.322 0.004 -0.01 0.012
Si 12.26 -2.703 5.284 -0.009 -0.009 0.01
Si 15.032 0.015 5.145 -0.007 -0.026 -0.009
Si 12.282 2.71 5.206 -0.008 -0.011 0.002
Si 15.048 5.409 5.186 0.019 -0.01 0.019
Si 12.268 -8.154 5.258 -0.015 -0.002 0.008
Si 15.049 -5.454 5.226 -0.002 -0.012 0.011
Si 17.772 -2.66 5.108 -0.011 0.006 0.007
Si 20.461 0.04 5.097 0.009 -0.002 0.002
Si 17.737 2.738 5.118 -0.004 -0.003 -0.019
Si 20.451 5.45 5.133 -0.002 0.012 -0.007
Si 17.755 -8.184 5.145 -0.005 -0.031 0.009
Si 20.492 -5.42 5.121 -0.007 -0.007 -0.003
Si 23.18 -2.71 5.201 -0.007 0.014 0.01
Si 25.949 0.019 5.278 0.02 0.003 0.007
Si 23.172 2.765 5.162 -0.005 -0.005 -0.006
Si 25.922 5.45 5.229 -0.006 0.003 -0.018
Si 23.185 -8.128 5.232 -0.01 0.024 0.012
Si 25.909 -5.405 5.305 -0.006 0.011 0.012
Si 28.628 -2.68 5.342 -0.014 -0.003 0.015
Si 31.352 0.06 5.425 -0.004 0.016 0.014
Si 28.665 2.735 5.389 0.012 0.016 0.017
Si 31.404 5.444 5.443 0 -0.008 0.003
Si 28.653 -8.159 5.36 0.005 0.01 0.01
Si 31.375 -5.441 5.385 0.002 -0.011 -0.002
Si 34.087 -2.697 5.49 -0.006 -0.009 0.001
Si -28.513 0.042 5.507 -0.006 0 0.003
Si 34.068 2.758 5.462 0.004 0.008 0.007
Si -28.485 5.482 5.548 -0.012 0.004 0.023
Si 34.091 -8.12 5.481 -0.002 0.016 -0.003
Si -28.519 -5.368 5.544 0.005 0.007 0.003
Si -25.818 -2.632 5.561 -0.003 0 0.009
Si -23.104 0.039 5.521 -0.015 -0.007 -0.004
Si -25.765 2.755 5.538 0.015 0.005 -0.005
Si -23.117 5.465 5.591 0.015 0.001 0.012
Si -25.798 -8.121 5.58 -0.008 -0.003 0.008
Si -23.132 -5.38 5.602 -0.017 -0.002 0.005
Si -20.392 -2.679 5.544 -0.007 -0.005 0.002
Si -17.706 -0.012 5.582 0.008 0.006 0.008
Si -20.405 2.711 5.574 0.001 0.005 0.002
Si -17.715 5.432 5.598 -0.011 -0.001 0.006
Si -20.381 -8.14 5.615 0.006 -0.018 0.008
Si -17.697 -5.442 5.562 -0.012 0.016 -0.014
Si -14.993 -2.784 5.585 0.002 0.029 0.002
Si -12.279 -0.05 5.591 0.011 0.018 0.016
Si -14.983 2.702 5.595 0 0.01 0.011
Si -12.289 5.365 5.532 -0.012 -0.003 -0.001
Si -14.987 -8.191 5.555 0.015 -0.003 -0.009
Si -12.296 -5.499 5.561 0.015 0.006 -0.002
Si -9.578 -2.821 5.574 -0.014 -0.012 0.01
Si -6.899 -0.083 5.513 0.015 0.01 -0.004
Si -9.595 2.656 5.503 0.015 -0.008 -0.004
Si -6.874 5.324 5.476 0.008 -0.006 0.004
Si -9.582 -8.271 5.547 0.01 0.007 0.01
Si -6.858 10.801 5.541 0.026 -0.011 0.013
Si -4.2 -2.789 5.477 -0.011 -0.013 -0.003
Si -1.449 -0.078 5.479 0.008 0.007 -0.019
Si -4.221 2.659 5.546 -0.018 -0.01 0.014
Si -1.438 5.406 5.515 -0.017 -0.011 0.009
Si -4.165 -8.234 5.484 0.006 0.007 0.009
Si -1.43 -5.564 5.454 0.022 0.001 -0.006
Si 2.702 -1.414 6.79 0 -0.014 0.005
Si 5.431 1.343 6.739 0.004 -0.001 0
Si 2.693 4.061 6.763 -0.003 -0.001 -0.004
Si 5.42 -9.551 6.692 0 0.012 -0.011
Si 2.671 -6.837 6.756 -0.001 0.012 -0.004
Si 5.416 -4.102 6.697 -0.006 0.004 -0.007
Si 8.161 -1.373 6.688 0.008 0.006 -0.005
Si 10.918 1.374 6.607 -0.007 0 -0.003
Si 8.168 4.077 6.661 0 0.007 -0.003
Si 10.907 -9.516 6.62 -0.003 0.01 -0.002
Si 8.145 -6.83 6.664 0.004 0.002 -0.003
Si 10.907 -4.087 6.635 -0.004 0.005 0.002
Si 13.673 -1.328 6.56 -0.009 0.007 -0.002
Si 16.39 1.377 6.508 0.003 0.001 0
Si 13.666 4.066 6.553 0.003 -0.001 -0.01
Si 16.4 -9.528 6.536 -0.003 0.001 -0.001
Si 13.664 -6.798 6.587 0.002 0 -0.002
Si 16.427 -4.044 6.511 -0.004 -0.002 -0.006
Si 19.114 -1.314 6.498 -0.002 0.011 -0.009
Si 21.82 1.378 6.51 -0.006 -0.007 0.001
Si 19.104 4.083 6.505 -0.001 0.009 0
Si 21.797 -9.506 6.541 0 0.012 0
Si 19.122 -6.791 6.492 0 -0.003 -0.01
Si 21.824 -4.081 6.548 0.012 -0.011 -0.002
Si 24.539 -1.347 6.587 0.004 -0.007 0.004
Si 27.268 1.369 6.694 -0.001 -0.002 -0.002
Si 24.533 4.099 6.576 -0.001 -0.004 -0.015
Si 27.253 -9.526 6.662 0.005 -0.004 -0.005
Si 24.536 -6.785 6.626 0.009 -0.008 -0.001
Si 27.248 -4.039 6.682 -0.004 -0.006 0
Si 29.977 -1.333 6.737 0.012 -0.001 -0.007
Si 32.69 1.408 6.811 -0.012 -0.005 -0.011
Si 30.002 4.096 6.766 0.006 -0.021 0.007
Si 32.726 -9.498 6.815 0.005 -0.021 -0.009
Si 29.986 -6.783 6.735 -0.016 0 -0.003
Si 32.697 -4.075 6.793 0.005 0.002 0.002
Si -29.867 -1.325 6.862 -0.006 0.001 -0.007
Si -27.152 1.394 6.873 0.004 -0.009 -0.007
Si -29.871 4.108 6.854 0.003 0.001 -0.007
Si -27.162 -9.476 6.925 0.003 0 -0.002
Si -29.889 -6.74 6.872 -0.009 0.016 0.001
Si -27.155 -4.03 6.907 0.009 -0.008 -0.006
Si -24.454 -1.296 6.916 -0.005 -0.007 0
Si -21.77 1.374 6.93 0.008 0.007 -0.012
Si -24.459 4.105 6.945 0 0.005 -0.003
Si -21.75 -9.507 6.95 -0.004 -0.002 0.003
Si -24.466 -6.761 6.951 0.002 0.008 0.001
Si -21.745 -4.033 6.927 0.002 -0.003 0
Si -19.056 -1.355 6.949 0 0.006 -0.005
Si -16.349 1.345 6.944 -0.001 -0.012 0.002
Si -19.059 4.067 6.95 -0.003 0.001 0.009
Si -16.344 -9.53 6.938 -0.005 -0.003 -0.004
Si -19.039 -6.777 6.959 -0.004 -0.002 0.002
Si -16.345 -4.116 6.953 0.013 -0.019 -0.005
Si -13.649 -1.401 6.938 0.003 -0.01 0.002
Si -10.911 1.308 6.923 -0.007 0 -0.001
Si -13.625 4.046 6.947 0.008 -0.002 0.002
Si -10.94 -9.602 6.915 0.005 -0.005 -0.002
Si -13.64 -6.848 6.934 -0.008 0.008 -0.003
Si -10.938 -4.158 6.935 0.008 -0.009 0.008
Si -8.224 -1.435 6.906 0.004 -0.006 -0.007
Si -5.55 1.281 6.891 -0.006 0.018 0.006
Si -8.225 3.998 6.876 -0.009 0.004 -0.009
Si -5.513 6.706 6.837 0.005 -0.009 -0.009
Si -8.225 9.437 6.89 -0.009 -0.001 -0.009
Si -5.497 -4.155 6.884 -0.006 -0.004 0.003
Si -2.806 -1.44 6.832 -0.021 0.023 -0.008
Si -0.059 1.3 6.8 0.016 0.004 0.001
Si -2.8 4.021 6.85 0.004 0.002 -0.009
Si -0.041 6.769 6.816 0.004 -0.005 -0.006
Si -2.782 -6.893 6.844 -0.005 0.006 -0.008
Si -0.064 -4.181 6.807 0.006 0.004 -0.012
Si 1.319 -0.064 8.136 -0.012 -0.02 0.003
Si 4.058 2.684 8.097 -0.001 -0.01 0
Si 1.336 5.401 8.141 0.007 0.001 0.006
Si 4.059 -8.206 8.074 -0.007 -0.01 0.001
Si 1.322 -5.507 8.155 -0.007 -0.008 0.002
Si 4.081 -2.768 8.11 0.011 0.023 0.003
Si 6.814 -0.018 8.062 0.008 0.007 0.005
Si 9.555 2.714 7.986 0.008 0.001 0.005
Si 6.805 5.419 8.033 0 -0.006 -0.006
Si 9.546 -8.174 7.995 0.002 -0.005 0.002
Si 6.792 -5.47 8.031 -0.003 -0.006 -0.003
Si 9.545 -2.742 8.005 -0.008 -0.008 0
Si 12.302 0.009 7.937 0.005 0.007 0
Si 15.036 2.716 7.904 -0.011 0 0.002
Si 12.301 5.428 7.927 -0.017 0 -0.002
Si 15.037 -8.173 7.912 -0.017 -0.015 -0.001
Si 12.303 -5.443 7.957 -0.004 -0.002 0
Si 15.046 -2.707 7.891 0 0.005 -0.006
Si 17.754 0.024 7.879 0.001 -0.005 0.002
Si 20.462 2.731 7.887 -0.003 0 -0.003
Si 17.762 5.439 7.895 -0.003 0.012 0.003
Si 20.455 -8.138 7.905 0.006 -0.004 0.007
Si 17.77 -5.425 7.873 0.002 -0.001 -0.005
Si 20.459 -2.693 7.881 -0.001 -0.009 -0.006
Si 23.166 0.029 7.921 -0.004 0.002 -0.004
Si 25.867 2.743 7.992 -0.006 -0.018 0.004
Si 23.168 5.467 7.928 0.01 0.014 -0.005
Si 25.89 -8.145 7.999 0.008 0.022 -0.005
Si 23.164 -5.418 7.959 -0.002 -0.006 0.001
Si 25.867 -2.685 8.013 0 -0.004 -0.003
Si 28.605 0.021 8.087 -0.006 0.008 -0.001
Si 31.326 2.752 8.163 0.011 0.018 0.007
Si 28.593 5.454 8.07 -0.01 -0.016 -0.008
Si 31.32 -8.138 8.129 0.004 0.006 -0.01
Si 28.603 -5.407 8.055 0.014 0.014 0.001
Si 31.317 -2.697 8.119 -0.012 0 0.002
Si -31.255 0.033 8.184 -0.003 -0.002 -0.001
Si -28.527 2.748 8.221 -0.012 0.001 -0.007
Si -31.229 5.471 8.204 0 0.004 0.004
Si -28.539 -8.104 8.245 0.008 -0.001 -0.003
Si -31.261 -5.401 8.214 -0.008 -0.015 0.003
Si -28.53 -2.678 8.248 0.002 0.003 -0.009
Si -25.818 0.05 8.27 0.019 0.013 -0.003
Si -23.109 2.743 8.3 -0.007 0.004 0
Si -25.824 5.472 8.284 -0.011 0 -0.004
Si -23.107 -8.133 8.298 0.004 0.007 -0.011
Si -25.83 -5.399 8.287 -0.008 -0.006 0.002
Si -23.116 -2.68 8.278 -0.005 0.004 -0.01
Si -20.416 0.012 8.296 -0.011 -0.009 -0.006
Si -17.7 2.71 8.309 0.006 0.005 -0.014
Si -20.409 5.439 8.309 -0.007 -0.005 -0.009
Si -17.692 -8.163 8.304 0.01 0.007 -0.006
Si -20.406 -5.409 8.296 0.007 0.009 -0.007
Si -17.698 -2.73 8.297 -0.008 0.003 -0.006
Si -14.996 -0.03 8.298 -0.005 -0.004 -0.009
Si -12.268 2.669 8.289 0.003 0.001 -0.005
Si -14.986 5.421 8.294 0.013 0.01 -0.01
Si -12.277 -8.216 8.279 0.01 -0.003 -0.008
Si -14.99 -5.482 8.302 -0.006 -0.007 -0.002
Si -12.283 -2.769 8.288 0.011 0.001 -0.016
Si -9.559 -0.06 8.276 0.012 0.012 0.001
Si -6.876 2.65 8.258 -0.01 -0.027 0.005
Si -9.561 5.366 8.258 0.004 -0.004 -0.006
Si -6.844 8.078 8.226 0.004 0.009 -0.01
Si -9.568 -5.52 8.272 -0.014 0.001 -0.002
Si -6.849 -2.793 8.249 0 0.004 -0.003
Si -4.139 -0.068 8.21 0.003 0.009 -0.001
Si -1.406 2.662 8.173 0.005 0.003 0.001
Si -4.144 5.375 8.218 0.004 -0.005 -0.001
Si -1.404 -8.225 8.199 0.003 -0.002 -0.002
Si -4.117 -5.515 8.214 0.023 0.012 0
Si -1.417 -2.802 8.164 -0.001 -0.022 0.001
Si -0.036 -1.427 9.499 0.004 0.028 0.003
Si 2.701 1.312 9.46 -0.002 0.012 -0.003
Si -0.023 4.029 9.503 0.001 0.004 0.001
Si 2.715 -9.557 9.469 -0.001 0.008 -0.001
Si -0.027 -6.86 9.533 0 0.011 0.007
Si 2.702 -4.124 9.468 0.002 0.004 -0.007
Si 5.454 -1.388 9.426 0.002 -0.013 -0.004
Si 8.203 1.354 9.366 0.004 -0.01 0.002
Si 5.45 4.054 9.407 0.01 0.003 -0.008
Si 8.19 -9.54 9.359 -0.003 0.012 -0.001
Si 5.436 -6.832 9.402 -0.006 0.011 -0.008
Si 8.18 -4.106 9.362 0.002 0.003 -0.003
Si 10.94 -1.36 9.304 -0.001 -0.009 -0.004
Si 13.677 1.365 9.279 -0.007 0.001 0.006
Si 10.942 4.079 9.306 -0.001 -0.001 0.001
Si 13.671 -9.528 9.275 0.007 0.004 -0.003
Si 10.934 -6.805 9.317 -0.003 0.004 0.003
Si 13.687 -4.065 9.272 -0.005 -0.002 -0.001
Si 16.405 -1.345 9.25 -0.006 0.005 -0.007
Si 19.106 1.375 9.26 -0.005 -0.005 0.003
Si 16.398 4.083 9.259 0.005 0.002 0.001
Si 19.107 -9.511 9.267 -0.007 0.003 -0.001
Si 16.406 -6.79 9.246 -0.011 0.002 -0.003
Si 19.114 -4.062 9.256 0.004 0 0.001
Si 21.806 -1.343 9.275 0.008 -0.006 0.001
Si 24.503 1.375 9.335 0.004 0 0.003
Si 21.81 4.09 9.279 -0.002 -0.012 -0.004
Si 24.514 -9.508 9.336 0.003 0.004 0.003
Si 21.805 -6.789 9.3 0.007 0.004 0.001
Si 24.505 -4.059 9.349 -0.002 -0.004 0.003
Si 27.216 -1.34 9.411 0.001 -0.002 0.001
Si 29.944 1.377 9.479 0.008 -0.007 -0.002
Si 27.218 4.084 9.399 0 0.006 -0.002
Si 29.936 -9.503 9.455 -0.005 0 -0.002
Si 27.229 -6.782 9.384 -0.004 -0.014 -0.001
Si 29.936 -4.057 9.456 -0.005 -0.008 0.001
Si -32.627 -1.338 9.516 0.002 -0.002 0
Si -29.903 1.387 9.558 0.006 -0.005 -0.006
Si -32.613 4.113 9.533 -0.002 -0.008 0.002
Si -29.899 -9.483 9.581 -0.005 -0.003 -0.002
Si -32.633 -6.78 9.529 0.003 0.007 0.005
Si -29.908 -4.042 9.584 -0.002 0 0
Si -27.18 -1.322 9.613 -0.002 -0.01 -0.005
Si -24.477 1.396 9.651 -0.004 0.006 0.007
Si -27.196 4.108 9.61 0.004 0.01 -0.003
Si -24.476 -9.49 9.65 0 -0.011 -0.003
Si -27.197 -6.757 9.631 0.002 0.012 -0.001
Si -24.47 -4.044 9.639 0 -0.017 0.001
Si -21.771 -1.337 9.658 -0.001 0.002 0
Si -19.063 1.361 9.669 0 0.004 0.003
Si -21.766 4.095 9.673 0.001 -0.006 0.003
Si -19.052 -9.517 9.663 -0.003 -0.001 -0.001
Si -21.759 -6.772 9.655 0.001 -0.004 0.005
Si -19.054 -4.069 9.668 -0.002 -0.004 0.003
Si -16.348 -1.378 9.666 0.005 0.009 0.001
Si -13.63 1.322 9.655 0.005 -0.003 0.002
Si -16.342 4.069 9.663 -0.004 -0.005 0
Si -13.631 -9.552 9.658 -0.006 0.005 -0.001
Si -16.343 -6.819 9.676 0.005 -0.005 0.008
Si -13.635 -4.12 9.658 0 0.004 0.003
Si -10.918 -1.413 9.641 -0.006 0.002 0.001
Si -8.203 1.293 9.637 0 0.008 0.007
Si -10.906 4.023 9.644 0.004 -0.007 0.002
Si -8.193 6.729 9.609 -0.008 0.003 -0.002
Si -10.919 -6.864 9.643 0.002 -0.007 0.003
Si -8.202 -4.149 9.615 -0.002 0.001 -0.003
Si -5.476 -1.429 9.589 -0.002 -0.001 -0.001
Si -2.757 1.299 9.544 0.007 -0.002 -0.003
Si -5.485 4.012 9.591 -0.004 0.004 -0.003
Si -2.758 6.731 9.559 0.006 -0.002 -0.001
Si -5.476 -6.875 9.577 0.007 -0.011 -0.006
Si -2.75 -4.153 9.558 -0.008 -0.004 0.006
Si 1.348 -2.771 10.847 -0.004 -0.018 0.007
Si 4.084 -0.045 10.796 0.008 -0.011 -0.003
Si 1.351 2.66 10.839 0.002 -0.007 0.004
Si 4.093 -10.928 10.789 0.002 -0.007 -0.003
Si 1.357 -8.221 10.858 0.003 -0.008 0.006
Si 4.078 -5.492 10.789 -0.004 -0.006 -0.002
Si 6.829 -2.759 10.745 0.006 0.007 0.005
Si 9.581 -0.017 10.683 0.002 0.009 0.006
Si 6.832 2.695 10.736 -0.009 0.005 -0.001
Si 9.576 -10.903 10.684 0.003 -0.002 0.007
Si 6.827 -8.194 10.724 0.002 -0.004 -0.002
Si 9.571 -5.459 10.688 -0.008 -0.005 0.007
Si 12.322 -2.714 10.64 0.001 0.007 0.004
Si 15.049 0.005 10.622 0.005 -0.017 -0.001
Si 12.319 2.72 10.644 -0.004 -0.002 0.007
Si 15.04 -10.881 10.626 -0.017 0 -0.001
Si 12.315 -8.172 10.646 -0.009 -0.007 0.001
Si 15.051 -5.433 10.619 -0.002 -0.002 -0.001
Si 17.756 -2.705 10.623 -0.011 -0.002 -0.002
Si 20.45 0.015 10.643 -0.002 0.002 -0.002
Si 17.753 2.729 10.631 -0.007 0.005 0.002
Si 20.457 -10.869 10.646 0.004 0.017 0.002
Si 17.753 -8.148 10.628 0.007 -0.002 0.002
Si 20.455 -5.413 10.652 0.005 -0.008 0.003
Si 23.138 -2.688 10.688 0 0.005 0.001
Si 25.843 0.03 10.743 -0.007 0.006 0.003
Si 23.144 2.74 10.688 0.004 0.002 0.001
Si 25.853 -10.864 10.736 0.01 -0.008 -0.001
Si 23.154 -8.139 10.686 -0.002 0.01 0.006
Si 25.856 -5.42 10.724 0.008 0.002 -0.007
Si 28.558 -2.699 10.796 -0.001 0.003 0.004
Si 31.284 0.021 10.863 -0.007 0.004 0.008
Si 28.562 2.741 10.805 -0.005 -0.01 0.002
Si 31.278 -10.849 10.853 0.01 -0.004 0.001
Si 28.561 -8.135 10.785 0 0.017 -0.005
Si 31.271 -5.411 10.852 -0.007 -0.001 0.004
Si -31.286 -2.681 10.916 0.003 0.003 0.007
Si -28.561 0.036 10.942 0.002 0.004 -0.004
Si -31.27 2.75 10.9 0.002 0.007 0.001
Si -28.556 -10.845 10.952 0.005 -0.003 -0.002
Si -31.285 -8.129 10.912 -0.004 0 0
Si -28.567 -5.397 10.971 -0.005 -0.007 0.005
Si -25.84 -2.688 10.986 0.012 0.008 -0.002
Si -23.127 0.028 11.011 -0.006 -0.004 -0.003
Si -25.848 2.761 10.988 -0.008 0.002 -0.001
Si -23.13 -10.854 11.018 0.002 0.006 0.004
Si -25.844 -8.124 10.994 -0.007 0.003 -0.002
Si -23.125 -5.413 11.006 0.002 0.005 -0.002
Si -20.419 -2.704 11.016 0.003 0.002 -0.007
Si -17.706 -0.01 11.023 -0.004 -0.014 -0.004
Si -20.416 2.729 11.032 -0.004 0.01 0.003
Si -17.7 -10.884 11.025 0.007 0.004 -0.004
Si -20.409 -8.142 11.015 0.001 0 -0.006
Si -17.704 -5.443 11.022 0 0.001 -0.009
Si -14.992 -2.749 11.018 -0.005 0 -0.004
Si -12.269 -0.047 11.008 0.002 0 -0.002
Si -14.987 2.694 11.012 0.009 0.005 -0.007
Si -12.266 -10.925 10.996 0.002 0.006 -0.01
Si -14.983 -8.185 11.022 0.003 -0.003 -0.007
Si -12.273 -5.491 11.005 0.004 -0.001 -0.006
Si -9.549 -2.78 10.986 0.001 0.002 -0.003
Si -6.819 -0.068 10.966 -0.002 0.009 0
Si -9.546 2.66 11 0 -0.017 0.001
Si -6.822 5.376 10.969 0.005 -0.004 -0.002
Si -9.542 8.094 10.98 -0.002 0.002 -0.001
Si -6.824 -5.509 10.951 -0.003 0.006 -0.005
Si -4.1 -2.792 10.925 0.013 0.001 -0.001
Si -1.379 -0.063 10.878 -0.009 -0.011 0.004
Si -4.098 2.654 10.93 -0.001 0.001 0.002
Si -1.374 5.372 10.891 -0.003 -0.003 0.005
Si -4.102 8.094 10.933 0.002 0.007 -0.003
Si -1.375 -5.502 10.907 0.008 0 0.008
Si 2.728 -1.401 12.178 0.001 0.02 -0.002
Si 5.472 1.331 12.106 0.01 0.01 -0.011
Si 2.738 4.026 12.16 0.006 0.006 -0.001
Si 5.478 -9.556 12.101 -0.002 0.01 -0.006
Si 2.732 -6.844 12.18 0.003 0.012 -0.001
Si 5.457 -4.12 12.107 -0.01 -0.007 -0.008
Si 8.214 -1.377 12.048 -0.003 -0.018 -0.001
Si 10.962 1.356 12.001 0.002 -0.005 -0.001
Si 8.217 4.059 12.058 -0.003 -0.01 -0.001
Si 10.961 -9.54 12.008 -0.006 0.014 0.004
Si 8.212 -6.831 12.046 -0.009 -0.003 -0.007
Si 10.956 -4.075 11.998 0.001 0.001 0.004
Si 13.696 -1.352 11.985 0.004 0.015 0.001
Si 16.399 1.364 11.994 -0.008 -0.003 -0.006
Si 13.693 4.075 11.993 0.004 0.012 0.003
Si 16.398 -9.518 11.986 -0.009 0.001 0
Si 13.69 -6.796 11.978 0.001 0.004 -0.005
Si 16.406 -4.071 11.988 -0.003 0.003 0.001
Si 19.096 -1.345 12.01 0.001 -0.006 -0.002
Si 21.786 1.368 12.04 -0.004 -0.009 0.001
Si 19.102 4.084 12.009 -0.009 -0.006 -0.003
Si 21.797 -9.509 12.033 0.008 -0.01 0.002
Si 19.102 -6.785 12.003 -0.001 0.008 -0.002
Si 21.787 -4.054 12.05 0.006 -0.001 0.009
Si 24.473 -1.336 12.088 0.005 -0.007 -0.001
Si 27.19 1.372 12.143 -0.002 -0.006 0.002
Si 24.487 4.093 12.085 0 -0.004 0.004
Si 27.2 -9.509 12.126 -0.003 0.001 0.002
Si 24.495 -6.778 12.076 0.018 0.005 -0.002
Si 27.183 -4.069 12.128 -0.005 -0.013 0
Si 29.903 -1.35 12.19 -0.001 -0.004 0.001
Si 32.636 1.389 12.236 0.017 0.001 -0.007
Si 29.91 4.101 12.189 0 0.006 -0.003
Si 32.618 -9.496 12.241 -0.007 0 -0.001
Si 29.894 -6.78 12.179 -0.003 -0.007 0.005
Si 32.614 -4.057 12.241 -0.004 -0.012 -0.004
Si -29.931 -1.32 12.288 0.007 0.008 -0.004
Si -27.222 1.397 12.319 0 -0.006 -0.004
Si -29.93 4.107 12.28 0.001 -0.001 -0.003
Si -27.214 -9.49 12.333 0 -0.01 -0.001
Si -29.941 -6.773 12.295 -0.007 0 -0.002
Si -27.21 -4.04 12.341 0.003 0.001 0.004
Si -24.491 -1.333 12.353 -0.003 0 -0.001
Si -21.781 1.377 12.39 -0.002 -0.005 0.006
Si -24.501 4.111 12.367 -0.015 -0.004 0.008
Si -21.777 -9.487 12.374 0.007 0.001 -0.001
Si -24.489 -6.768 12.363 0.003 -0.002 -0.002
Si -21.774 -4.059 12.375 0.002 0.002 0.006
Si -19.067 -1.358 12.387 -0.005 0.004 0.001
Si -16.352 1.35 12.382 -0.001 0.003 0.001
Si -19.066 4.092 12.392 -0.003 -0.007 0.002
Si -16.342 -9.53 12.386 0.011 0.008 0.006
Si -19.061 -6.789 12.389 0.006 0.002 0.003
Si -16.356 -4.091 12.389 -0.002 -0.006 0.003
Si -13.631 -1.396 12.376 0.005 0.001 0.002
Si -10.899 1.305 12.364 -0.002 0.014 0.003
Si -13.623 4.048 12.366 0.001 -0.002 0.003
Si -10.905 -9.569 12.348 0.004 -0.008 0.002
Si -13.634 -6.829 12.385 -0.007 -0.007 0.006
Si -10.904 -4.137 12.354 -0.007 0 -0.002
Si -8.174 -1.423 12.334 0.007 0.002 -0.002
Si -5.442 1.293 12.307 0.002 -0.014 0.001
Si -8.168 4.016 12.343 -0.005 -0.002 0.006
Si -5.44 6.733 12.317 0.002 0.01 -0.001
Si -8.171 9.455 12.326 0.001 -0.005 -0.001
Si -5.453 -4.146 12.297 0.003 0.001 -0.004
Si -2.722 -1.423 12.256 -0.005 0.009 -0.001
Si -0.002 1.302 12.218 0 0.006 -0.003
Si -2.717 4.014 12.275 0.01 0.002 -0.002
Si 0.005 6.734 12.229 0.006 0.002 0
Si -2.729 -6.865 12.276 -0.008 -0.005 0.002
Si -0.001 -4.127 12.234 0 0.006 0.011
Si 1.369 -0.055 13.564 0.004 -0.002 0.008
Si 4.111 2.661 13.495 0 -0.001 0.002
Si 1.386 5.359 13.552 0.002 -0.011 0.001
Si 4.119 -8.223 13.486 0.005 -0.011 -0.003
Si 1.377 -5.493 13.563 0.004 -0.012 0.011
Si 4.111 -2.773 13.499 0.009 -0.025 0.011
Si 6.857 -0.03 13.426 -0.014 0.005 -0.003
Si 9.595 2.685 13.377 0.008 0.004 0.01
Si 6.858 -10.913 13.43 -0.003 0.008 0.009
Si 9.6 -8.191 13.368 -0.006 -0.008 0.007
Si 6.836 -5.498 13.413 0.013 -0.002 0
Si 9.601 -2.726 13.371 -0.012 0.02 0.017
Si 12.353 0.023 13.339 -0.011 -0.01 0.001
Si 15.052 2.723 13.36 0 -0.009 0.005
Si 12.333 -10.898 13.353 0.001 -0.015 0.006
Si 15.052 -8.147 13.34 -0.015 0 0.004
Si 12.334 -5.431 13.333 -0.001 0.004 0.009
Si 15.052 -2.709 13.347 -0.001 -0.009 0.008
Si 17.748 0.019 13.376 -0.009 0.005 -0.003
Si 20.436 2.726 13.403 0.002 -0.004 0.005
Si 17.739 -10.883 13.364 0.008 0.012 0.007
Si 20.444 -8.141 13.387 0 0.008 0.002
Si 17.76 -5.419 13.367 0.001 -0.007 -0.003
Si 20.427 -2.693 13.413 -0.008 0.015 0.007
Si 23.112 0.02 13.452 0.006 0.008 0.002
Si 25.824 2.741 13.485 -0.001 0.003 0.006
Si 23.13 -10.855 13.435 -0.003 0.015 0.004
Si 25.83 -8.142 13.461 0.006 -0.002 -0.007
Si 23.144 -5.404 13.43 0.008 -0.011 0.004
Si 25.806 -2.707 13.466 -0.002 0.015 -0.002
Si 28.528 0.006 13.531 0.007 0 0.008
Si 31.269 2.756 13.574 0 -0.012 0.005
Si 28.544 -10.853 13.531 0.008 -0.006 0.001
Si 31.229 -8.138 13.566 0.004 0.016 0.006
Si 28.524 -5.419 13.519 -0.011 0.01 0.007
Si 31.241 -2.699 13.587 -0.002 -0.002 0.01
Si 33.984 0.049 13.627 -0.002 0.007 -0.002
Si -28.591 2.754 13.665 0.008 0 0.001
Si 33.977 -10.851 13.611 0.003 -0.013 -0.001
Si -28.595 -8.134 13.672 0 0.008 0
Si 33.954 -5.415 13.624 0.003 0.002 0.006
Si -28.583 -2.665 13.675 -0.012 0.006 0.011
Si -25.865 0.039 13.676 0 -0.002 -0.006
Si -23.156 2.743 13.734 0.007 0 0.007
Si -25.863 -10.839 13.713 -0.009 0.01 0.008
Si -23.132 -8.124 13.737 0.003 -0.008 -0.001
Si -25.856 -5.406 13.709 0.009 -0.003 0.003
Si -23.136 -2.69 13.72 -0.005 0.007 -0.001
Si -20.418 0.012 13.745 0.007 -0.019 -0.004
Si -17.712 2.719 13.744 -0.002 0.008 0.004
Si -20.428 -10.847 13.738 -0.005 0.014 0.002
Si -17.696 -8.151 13.74 0.001 -0.01 -0.001
Si -20.425 -5.421 13.743 0.002 0 0.002
Si -17.728 -2.737 13.75 0.004 0.004 -0.008
Si -14.997 -0.026 13.73 0 0.003 0.001
Si -12.26 2.677 13.711 0.002 -0.009 -0.003
Si -14.98 -10.904 13.728 0.01 -0.008 -0.005
Si -12.263 -8.207 13.716 -0.004 0.006 0.001
Si -15.004 -5.462 13.743 -0.003 0.013 -0.001
Si -12.266 -2.775 13.715 0.004 -0.005 0.002
Si -9.52 -0.059 13.705 -0.004 -0.006 -0.001
Si -6.786 2.651 13.685 0.003 0.003 0.007
Si -9.537 -10.936 13.687 -0.007 0.007 -0.002
Si -6.792 8.103 13.677 -0.002 0 0.002
Si -9.53 -5.507 13.692 0.008 -0.002 -0.002
Si -6.797 -2.783 13.675 -0.004 -0.003 0.001
Si -4.065 -0.077 13.641 0.013 -0.004 0.003
Si -1.339 2.651 13.615 -0.01 -0.006 0.007
Si -4.056 5.37 13.662 0.001 -0.007 0.003
Si -1.349 8.087 13.608 0.007 0.001 0
Si -4.08 -5.5 13.646 -0.005 0.001 -0.001
Si -1.353 -2.767 13.614 -0.007 0.006 0.004
Si 0.024 -1.409 14.963 -0.002 0.011 0.006
Si 2.744 1.32 14.889 0.005 0.011 0.004
Si 0.054 4.004 14.958 0.01 0 0.009
Si 2.769 6.735 14.858 0 0.003 -0.004
Si 0.014 -6.851 14.935 -0.001 0.003 0.002
Si 2.757 -4.124 14.891 0.001 0.018 0.008
Si 5.496 -1.381 14.798 0.018 0.023 -0.001
Si 8.255 1.318 14.754 -0.011 -0.004 -0.001
Si 5.505 4.036 14.795 -0.004 0.003 0.001
Si 8.258 -9.555 14.746 0.005 0.005 0.001
Si 5.506 -6.869 14.808 0.004 0.008 0.011
Si 8.22 -4.11 14.692 0.002 -0.005 -0.003
Si 10.995 -1.335 14.674 0.01 0.009 -0.001
Si 13.687 1.386 14.727 -0.004 0 0.008
Si 10.977 4.043 14.703 -0.003 -0.001 0.005
Si 13.712 -9.531 14.684 0.005 0.008 0.003
Si 10.98 -6.807 14.672 -0.009 0.003 -0.007
Si 13.691 -4.07 14.698 -0.007 0.005 0.006
Si 16.39 -1.342 14.725 -0.005 -0.009 0.003
Si 19.086 1.366 14.778 -0.003 -0.003 0.011
Si 16.417 4.051 14.743 0.001 0.002 0.004
Si 19.08 -9.515 14.726 -0.006 -0.012 -0.002
Si 16.403 -6.782 14.711 0.002 0.006 0.008
Si 19.081 -4.06 14.775 -0.001 -0.026 0.008
Si 21.746 -1.335 14.821 -0.001 -0.002 0.006
Si 24.458 1.375 14.835 0.007 -0.007 0.003
Si 21.776 4.09 14.779 0.004 0.002 0.001
Si 24.462 -9.484 14.822 0.006 -0.006 0.003
Si 21.79 -6.777 14.766 0 -0.001 0.003
Si 24.449 -4.042 14.852 0.003 0.002 0.007
Si 27.151 -1.379 14.861 -0.004 -0.009 -0.001
Si 29.894 1.371 14.886 -0.002 -0.01 -0.006
Si 27.167 4.106 14.865 -0.002 -0.001 0.001
Si 29.887 -9.505 14.934 -0.004 0 0.008
Si 27.166 -6.798 14.856 -0.007 -0.011 0.003
Si 29.856 -4.071 14.92 0.009 -0.01 0.008
Si 32.607 -1.326 14.939 0.01 0.008 -0.006
Si 35.317 1.41 15.027 -0.004 -0.003 0.007
Si 32.621 4.116 14.965 0.008 0.006 -0.002
Si 35.306 -9.503 15.008 -0.015 -0.005 0.006
Si 32.565 -6.788 14.948 -0.004 -0.007 -0.003
Si 35.309 -4.045 14.981 -0.004 -0.008 -0.001
Si -27.229 -1.287 15.043 0.005 0.013 -0.002
Si -24.529 1.37 15.074 -0.015 -0.008 0.005
Si -27.245 4.11 15.036 0.003 -0.005 0.001
Si -24.499 -9.485 15.084 -0.004 0 0.007
Si -27.23 -6.783 15.036 -0.001 -0.002 0.003
Si -24.501 -4.037 15.075 0.006 0 0.002
Si -21.777 -1.348 15.097 0.005 0.007 0.002
Si -19.073 1.371 15.118 -0.008 0 0.004
Si -21.803 4.119 15.083 -0.002 0.003 0.002
Si -19.067 -9.484 15.098 0.002 0.002 0.004
Si -21.786 -6.757 15.111 0.002 -0.003 0.006
Si -19.084 -4.082 15.138 -0.005 0.003 0.009
Si -16.376 -1.37 15.091 -0.003 -0.005 0.008
Si -13.623 1.329 15.074 -0.001 -0.002 0.009
Si -16.351 4.082 15.093 0.001 0.005 0.004
Si -13.622 -9.553 15.091 0 0 0.011
Si -16.365 -6.796 15.131 0.003 -0.006 0.014
Si -13.64 -4.111 15.093 0.001 -0.001 0.005
Si -10.883 -1.428 15.054 -0.002 -0.002 0.001
Si -8.141 1.295 15.059 0.004 -0.005 0.002
Si -10.893 4.035 15.058 -0.004 0 0.008
Si -8.162 -9.579 15.021 -0.006 0.003 0
Si -10.895 -6.854 15.063 0.006 0 0.006
Si -8.146 -4.156 15.031 -0.007 0.005 0.003
Si -5.418 -1.425 15.023 -0.002 0.005 -0.003
Si -2.685 1.276 14.982 0 -0.003 -0.003
Si -5.4 4.002 15.034 0.005 -0.003 0.001
Si -2.664 6.718 15.012 0 0.011 0.006
Si -5.414 -6.861 15.033 0 0.006 0.004
Si -2.72 -4.119 14.982 0.002 0.002 0.002
O 1.932 -2.689 23.017 -0.296 -0.072 0.412
O 0.061 -4.246 22.177 0.179 0.128 0.246
O 2.583 1.003 -7.129 -0.252 0.479 -0.3
O 3.948 -1.225 22.134 0.128 -0.312 -0.011
O 3.094 4.098 21.878 -0.199 0.315 -0.063
O 7.43 4.506 24.322 0.166 0.261 0.477
O 8.201 6.538 -3.458 -0.349 0.248 -0.019
O 8.372 -6.979 21.534 -0.018 -0.09 0.051
O 5.162 5.264 23.011 0.108 0.528 0.094
O 5.577 -7.916 24.917 0.123 -0.303 0.227
O 8.275 -1.459 21.888 -0.115 -0.024 0.195
O 9.936 0.264 22.792 0.536 0.337 0.058
O 10.149 -1.545 24.742 -0.552 -0.159 0.256
O 14.042 -8.562 -6.713 -0.323 0.275 -0.089
O 9.789 3.273 24.163 -0.16 0.413 0.539
O 7.543 2.274 22.961 -0.222 -0.219 0.489
O 9.986 6.328 22.893 0.168 -0.084 0.123
O 14.874 2.995 25.995 0.298 0.216 -0.331
O 9.459 4.095 -3.209 0.289 0.044 0.243
O 6.251 -8.189 22.44 -0.535 -0.567 -0.063
O 6.892 -3.455 -6.144 -0.05 0.084 0.389
O 3.36 -6.605 25.465 -0.165 0.263 -0.456
O 10.275 -5.762 22.807 -0.186 0.42 0.179
O 11.537 -3.122 22.999 -0.558 -0.47 -0.087
O 13.826 -3.089 -3.602 0.116 0.457 -0.046
O 19.112 -0.837 22.431 -0.147 -0.246 -0.139
O 19.095 -5.837 -6.247 0.08 -0.117 0.044
O 12.656 -1.312 24.537 0.002 0.225 0.675
O 10.961 1.069 24.962 0.239 -0.209 0.375
O 15.333 5.854 22.953 -0.416 -0.218 0.61
O 11.867 -6.059 24.841 -0.14 0.095 -0.055
O 12.032 -7.818 22.856 0.17 -0.621 0.475
O 13.992 -6.529 21.87 -0.122 0.01 0.406
O 17.444 -2.709 23.075 -0.339 0.153 0.457
O 21.137 0.779 22.724 0.166 0.173 -0.275
O 17.649 5.695 24.16 0.153 -0.055 0.644
O 18.002 3.437 22.752 0.135 -0.061 0.208
O 19.992 5.117 23.09 0.433 -0.098 0.187
O 15.905 -6.753 -6.699 0.284 -0.004 0.15
O 18.91 -6.865 21.997 0.033 0.07 0.267
O 17.014 -8.464 22.792 0.162 0.019 0.245
O 9.262 2.263 -5.111 0.254 0.19 -0.364
O 18.527 -1.377 25.014 0.107 0.309 0
O 24.546 -1.2 21.836 0.098 -0.038 0.401
O 26.613 0.275 22.562 0.161 0.048 0.049
O 26.819 6.477 22.013 0.14 -0.039 0.503
O 23.427 -7.514 23.145 0.011 0.134 0.31
O 29.343 2.671 -1.435 0.373 0.061 -0.078
O 23.596 -5.359 24.87 0.102 0.115 -0.129
O 27.078 -4.077 22.153 0.217 0.154 0.342
O 28.758 -2.242 22.921 -0.271 0.003 0.193
O 30.904 -0.669 22.922 0.334 -0.35 0.088
O 27.968 2.388 23.17 0.154 0.299 0.394
O 29.787 4.095 22.275 0.038 0.079 0.278
O -31.847 -8.492 22.869 0.347 0.043 0.459
O 25.489 -5.928 23.184 -0.033 -0.247 0.127
O 32.568 -3.977 22.141 -0.211 0.317 0.402
O -27.084 -1.215 -3.454 0.223 -0.009 -0.371
O -24.347 -1.378 -6.938 -0.457 -0.213 -0.039
O -28.734 -0.799 22.863 0.211 -0.115 0.453
O -28.774 5.766 23.46 -0.135 -0.32 -0.047
O -24.039 -5.982 25.951 0.155 -0.358 -0.125
O 30.986 -5.693 23.28 -0.268 0.25 -0.053
O -30.008 -6.706 22.216 -0.093 0.144 0.661
O -32.552 4.207 -4.53 -0.509 -0.109 0.097
O -24.579 -1.252 22.403 0.074 0.232 0.619
O -25.385 0.599 -5.504 -0.649 -0.075 -0.105
O -25.891 3.481 26.022 0.122 -0.257 0.731
O -27.375 1.326 22.135 -0.204 -0.23 0.485
O -25.801 2.798 23.473 0.42 0.252 0.174
O -23.589 5.282 23.148 -0.466 0.229 0.262
O -26.175 1.173 -3.075 0.191 0.598 0.541
O -28.145 -4.972 22.931 0.151 0.06 0.204
O -23.503 -5.406 23.443 0.57 0.189 0.238
O -16.06 -5.687 25.413 0.049 -0.085 -0.523
O -18.506 -1.819 -5.607 -0.169 -0.125 -0.313
O -16.252 -9.557 25.36 -0.145 0.122 0.721
O -20.941 2.368 23.14 0.037 0.048 0.431
O -15.277 -8.47 23.253 -0.17 -0.188 0.152
O -14.027 -8.011 25.578 0.183 -0.114 -0.089
O -21.801 -9.474 22.256 0.095 -0.063 0.106
O -20.056 -7.798 23.265 0.327 0.378 -0.023
O -16.235 -3.989 22.25 0.065 0.156 0.204
O -16.895 4.318 25.774 0.033 -0.626 -0.384
O -12.48 -3.29 24.777 -0.064 -0.133 -0.297
O -18.978 -1.218 22.209 0.247 -0.152 0.574
O -11.172 -9.557 25.101 -0.306 0.135 0.579
O -13.65 4.015 22.151 -0.069 0.149 0.284
O -7.002 4.887 23.055 0.281 -0.092 0.453
O -2.417 -8.828 -3.168 0.521 0.452 0.039
O -10.451 -3.155 22.985 0.16 0.459 0.116
O -24.644 -8.106 -0.936 0.079 -0.357 -0.053
O -6.929 -0.131 23.352 0.58 0.132 0.451
O -5.414 1.363 22.034 -0.166 0.129 0.349
O -10.795 1.291 22.234 0.07 0.32 0.479
O -9.094 -0.987 24.711 -0.544 0.179 0.069
O -2.117 6.52 26.175 0.19 -0.279 0.217
O -5.297 6.723 22.189 0.078 0.073 0.383
O -5.741 -4.333 25.498 -0.445 -0.238 -0.072
O -9.065 -6.658 25.283 -0.009 -0.011 -0.457
O -4.638 -3.242 23.207 0.179 0.091 0.262
O -9.995 -2.52 -4.283 0.155 -0.301 0.01
O -2.769 -1.565 22.335 -0.066 -0.201 0.301
O -1.155 0.057 23.5 0.118 0.239 0.178
O -0.679 -9.578 22.614 0.022 0.54 -0.116
O -3.245 -8.011 22.834 0.002 -0.273 0.019
O -2.151 -6.448 -5.249 0.042 0.149 -0.362
O -4.214 -1.98 -0.785 -0.467 0.299 0.024
O -1.938 -5.759 23.096 0.204 0.163 0.095
O 6.78 3.062 -1.717 0.112 0.285 -0.139
O 4.652 2.421 -6.549 -0.121 0.49 0.047
O -9.597 -8.771 23.189 -0.484 0.106 -0.023
O 1.454 -4.93 26.026 0.074 -0.24 -0.464
O 3.341 -9.285 25.374 -0.727 -0.054 -0.149
O 8.605 4.317 22.011 -0.22 -0.373 -0.257
O 2.944 5.179 -3.409 -0.301 0.035 -0.084
O 5.316 3.021 24.497 -0.202 -0.248 -0.637
O 25.544 2.082 -4.874 -0.401 0.266 -0.672
O 7.129 4.341 -4.166 -0.457 0.556 -0.477
O 0.953 5.093 23.648 0.16 -0.01 -0.532
O 5.773 0.56 25.374 -0.531 -0.077 -0.064
O 11.228 -2.788 -4.237 0.076 0.007 -0.674
O 17.887 -3.236 -1.561 0.237 -0.414 -0.202
O 14.551 0.077 23.106 0.053 0.373 0.325
O 3.012 -8.751 -4.451 -0.061 0.083 0.317
O 9.983 -8.262 -2.376 -0.002 0.545 -0.287
O 8.375 -4.127 25.456 0.727 -0.028 0.104
O 23.959 -2.286 -1.782 0.37 0.075 0.02
O 13.816 1.592 -3.474 0.589 -0.257 -0.32
O 18.317 -7.71 -4.602 -0.134 0.212 -0.041
O 1.153 -2.974 -5.633 0.218 0.279 -0.563
O 7.174 -1.75 25.524 -0.127 -0.154 -0.496
O -4.168 -4.744 -5.434 -0.197 0.266 0.26
O 16.535 -2.909 -3.782 0.295 0.682 -0.28
O 28.763 -7.182 -3.334 0.551 0.315 0.124
O -5.548 1.905 -6.781 0.434 0.209 -0.272
O -4.043 -6.462 24.743 -0.024 0.305 -0.003
O 23.47 -8.802 -1.474 -0.06 -0.093 -0.372
O 23.874 5.159 -5.761 0.5 -0.232 0.108
O 13.667 4.128 22.01 0.166 -0.057 0.521
O 24.996 -7.501 25.34 -0.012 0.294 0.316
O 16.424 -9.122 -5.693 -0.058 -0.573 -0.056
O 21.782 -4.159 -3.773 0.125 0.325 -0.28
O 9.76 6.127 25.556 -0.048 -0.826 0.102
O -11.862 -2.476 -0.23 -0.318 0.375 0.355
O 19.841 2.067 -6.274 0.411 0.608 -0.024
O 21.921 -6.828 -0.681 0.145 0.062 -0.174
O -23.407 5.601 -1.317 -0.249 0.315 -0.083
O 25.816 6.367 -1.226 0.24 -0.005 -0.085
O -7.541 3.824 -3.094 -0.283 -0.441 0.326
O -29.852 -2.855 -6.405 0.071 -0.267 0.636
O -26.927 5.864 25.359 0.178 0.376 -0.049
O 27.687 -2.057 -3.423 -0.185 -0.379 -0.566
O 25.446 -7.624 -2.618 -0.026 0 0.181
O -3.476 5.103 -3.416 -0.303 -0.795 0.029
O 30.009 -9.577 -3.384 -0.055 -0.384 -0.474
O -4.477 -8.987 25.295 -0.229 -0.132 -0.426
O -22.655 -7.693 -2.845 0.052 -0.067 -0.811
O -3.845 5.883 -5.916 0.295 0.108 -0.1
O -29.522 6.655 25.865 0.346 0.214 -0.043
O -17.888 -6.654 -4.819 -0.27 -0.004 -0.462
O -0.993 5.589 -4.062 0.116 0.365 -0.229
O 32.571 6.672 -3.815 0.513 0.297 0.087
O -1.635 3.548 24.675 0.097 0.179 -0.37
O 30.119 -8.139 -5.942 0.074 0.042 0.666
O -32.6 -2.303 25.841 0.034 -0.763 -0.145
O -21.349 6.47 -2.716 0.292 -0.448 0.141
O -20.04 -7.739 -3.654 -0.211 0.341 -0.321
O -4.128 -8.4 -1.386 -0.138 -0.527 -0.191
O 28.689 -4.561 -3.237 0.178 0.005 0.053
O -28.877 -5.254 -1.266 -0.343 -0.311 -0.581
O 23.104 3.437 -1.153 -0.166 0.535 0.065
O -1.293 -6.114 -1.257 -0.279 -0.093 -0.396
O -24.954 -6.529 -2.902 -0.407 0.516 0.237
O -23.766 6.132 -3.823 0.158 0.34 -0.316
O -7.176 -1.2 -4.158 -0.743 0.433 -0.145
O 3.115 -1.497 -6.634 -0.059 -0.582 -0.214
O 20.038 -2.964 23.571 0.292 0.19 -0.528
O 22.785 4.25 25.166 -0.107 0.171 -0.147
O -19.768 3.102 -1.329 0.133 -0.478 -0.134
O -26.559 -2.863 23.205 -0.358 0.291 0.174
O -21.203 -3.639 -3.638 0.127 -0.289 0.319
O -21.92 1.486 -2.879 0.661 -0.048 0.364
O -28.224 2.642 -5.791 0.451 0.059 0.023
O -18.164 4.329 -5.595 -0.222 -0.295 0.016
O -1.677 -7.5 24.978 0.3 0.352 0.252
O -17.72 2.799 -2.858 -0.225 0.195 -0.863
O -22.929 0.707 23.326 -0.213 -0.21 0.43
O -1.816 -0.399 -4.41 -0.325 -0.042 -0.256
O -7.065 5.74 -1.306 0.258 0.184 -0.09
O -8.528 -9.123 25.621 0.136 -0.381 0.405
O -22.873 0.559 -6.203 0.231 -0.182 0.147
O -16.223 2.537 -5.764 -0.039 0.069 0.651
O -3.684 2.361 -1.19 -0.349 0.231 -0.633
O -13.557 6.49 -4.313 -0.314 0.408 0.274
O -17.789 4.888 -1.242 0.596 0.082 -0.173
O 3.01 -6.811 21.945 -0.162 -0.103 0.532
O -30.102 -1.35 25.077 0.43 0.118 0.309
O -9.733 -2.466 -1.518 0.371 0.402 -0.133
O 9.755 1.488 -2.653 -0.474 0.097 0.239
O -0.172 -6.95 -3.526 0.3 -0.45 -0.127
O -20.986 -2.335 23.247 -0.092 0.003 0.146
O 21.207 -4.523 25.396 -0.455 0.074 0.295
O -11.491 -0.469 -4.179 0.423 0.488 0.071
O -13.831 -1.242 25.343 -0.113 0.463 0.474
O -8.566 -1.597 22.203 0.264 0.379 -0.246
O -6.483 -5.075 23.118 0.2 -0.148 0.37
O -26.048 5.039 -3.11 0.08 -0.026 -0.043
O -17.36 -6.157 -0.841 -0.266 -0.183 -0.054
O -13.721 3.918 -3.871 -0.52 -0.259 0.23
O -11.822 -5.293 23.225 0.201 -0.372 0.568
O -25.196 -4.699 -5.63 -0.076 0.435 -0.5
O 28.507 -2.677 -1.259 -0.455 0.213 -0.148
O -21.497 1.48 25.517 0.266 -0.049 -0.116
O -31.36 2.926 23.263 -0.199 0.666 0.156
O 5.042 -7.149 -3.584 -0.189 -0.3 0.216
O -11.156 3.611 -3.272 0.433 0.19 -0.236
O -2.495 4.883 22.637 -0.278 -0.073 -0.171
O 27.435 -9.448 -3.683 -0.421 0.277 0.028
O 19.893 5.85 -4.951 -0.074 -0.294 -0.263
O 2.544 -1.447 -4.059 -0.026 0.415 0.274
O 23.097 1.668 -2.988 0.097 -0.257 -0.034
O -17.875 -5.518 23.464 -0.335 0.192 -0.062
O 0.576 -8.056 -1.285 -0.475 -0.465 -0.539
O -0.967 -3.683 25.869 0.266 -0.196 -0.846
O -32.13 3.834 -0.479 0.136 -0.2 -0.262
O 14.351 6.012 -1.714 -0.048 0.2 -0.122
O 17.156 1.829 25.898 -0.03 -0.105 -0.331
O -1.078 1.339 25.802 -0.116 -0.051 0.239
O -22.688 -0.346 -1.118 0.523 -0.603 0.05
O -13.68 1.397 -0.265 0.028 -0.012 -0.389
O 25.75 -5.223 -1.608 0.025 0.4 -0.038
O -26.919 -6.304 -4.468 -0.614 -0.273 0.081
O 5.315 5.355 25.651 0.306 0.488 0.563
O 28.709 -8.848 -1.327 0.109 -0.513 -0.044
O 0.056 -2.142 -3.415 -0.074 -0.187 0.276
O -1.646 -2.737 -5.322 -0.13 -0.298 0.157
O -26.055 -8.819 -3.904 -0.593 0.101 0.301
O 1.417 1.077 -3.008 -0.383 -0.405 -0.104
O 4.157 0.314 -5.078 0.243 -0.05 0.156
O 3.528 0.35 -1.441 0.286 -0.055 -0.619
O 22.828 -2.41 23.198 -0.184 -0.347 -0.004
O -14.022 -0.791 -3.488 0.052 -0.646 -0.26
O -7.626 -5.428 -1.218 0.116 -0.212 0.03
O 4.911 -2.311 -4.903 0.305 0.078 0.335
O 4.298 -4.236 -6.586 -0.042 0.205 -0.258
O 2.133 -3.933 -3.419 0.17 -0.231 -0.467
O 5.971 -4.762 24.919 -0.717 -0.209 0.458
O 5.3 -1.381 -0.511 -0.095 -0.022 -0.401
O 6.885 1.782 -4.078 -0.388 -0.483 0.212
O 15.246 -4.609 -5.216 -0.272 -0.404 0.479
O 5.581 0.996 21.949 0.003 0.07 0.506
O 2.882 2.944 -1.938 -0.123 0.111 0.124
O -5.128 -2.097 -3.097 0.118 -0.21 -0.366
O 7.556 -6.962 -4.416 0.115 -0.464 -0.061
O 10.073 -7.856 24.483 -0.301 0.202 0.21
O 3.801 5.495 -5.882 0.299 -0.314 0.23
O -0.688 3.869 -6.097 -0.195 0.068 0.028
O 9.968 -5.965 -4.954 -0.288 0.326 0.168
O 30.297 1.475 -3.625 0.174 0.027 -0.392
O 18.747 -4.918 24.723 -0.445 -0.462 -0.202
O 26.614 -5.831 -4.099 -0.2 0.243 -0.391
O 13.932 -4.864 25.763 -0.098 0.214 -0.542
O 23.29 2.633 23.149 -0.123 -0.104 0.153
O 11.946 6.331 -2.901 -0.54 -0.223 0.175
O 16 -4.464 21.921 -0.053 -0.073 0.495
O 16.068 -7.83 -3.375 -0.434 -0.105 -0.003
O 12.004 -5.038 -3.368 0.121 -0.379 0.572
O -32.394 -6.113 -3.339 -0.455 -0.277 -0.302
O -11.937 -2.25 -6.098 -0.091 -0.24 0.017
O -24.401 -3.957 -0.223 0.164 -0.017 -0.205
O -14.293 -2.849 -1.208 -0.328 0.132 -0.488
O 28.552 0.312 -2.212 0.43 -0.308 0.361
O 21.091 1.036 -4.365 0.187 -0.016 -0.208
O 30.237 -4.168 -0.243 -0.081 0.013 -0.631
O 26.594 -9.473 24.801 0.042 -0.555 -0.194
O -3.803 0.035 -2.403 -0.123 0.028 -0.359
O -9.601 -4.634 -2.796 -0.044 -0.324 0.169
O 15.13 -1.582 25.067 0.187 -0.375 -0.019
O 20.33 -5.012 -1.68 -0.265 0.522 0.076
O -20.719 -3.571 25.403 -0.053 -0.345 -0.303
O 19.112 -3.918 -3.712 -0.091 0.568 -0.363
O 21.941 -1.31 -0.481 -0.126 -0.08 0.098
O -16.096 1.173 25.401 0.312 0.23 0.052
O -0.087 -1.353 -0.24 -0.006 -0.053 -0.668
O -24.231 5.382 25.635 0.038 0.384 0.486
O 12.287 3.33 25.192 0.052 0.01 0.034
O -2.029 1.878 -3.115 0.047 0.659 -0.031
O -23.912 -0.136 -3.434 -0.026 -0.671 -0.023
O -7.52 3.163 -5.63 -0.849 0.329 -0.033
O -15.313 -7.73 -1.286 0.306 0.345 -0.544
O 17.521 -7.271 -1.323 0.188 0.421 0.101
O -19.755 -1.127 25.375 0.419 0.073 -0.271
O -12.108 -8.071 -5.579 0.497 0.331 0.389
O 10.835 4.047 -0.555 -0.087 0.129 -0.389
O -32.459 -1.468 -0.467 0.143 0.253 -0.315
O 21.794 6.196 -6.942 -0.466 -0.11 -0.497
O 15.509 0.535 -6.542 -0.542 0.12 -0.079
O -15.831 5.07 -4.995 -0.078 0.54 0.213
O 30.317 -2.574 -3.18 0.141 0.112 0.414
O 31.596 -8.05 -2 -0.509 0.043 0.01
O 31.386 5.879 -6.077 -0.043 -0.13 -0.381
O -13.568 -6.843 22.205 -0.143 -0.039 0.536
O 27.443 4.303 -0.567 0.083 -0.026 -0.303
O -16.511 -1.689 -3.872 0.067 -0.371 0.098
O -4.449 -7.192 -6.165 -0.297 -0.303 0.205
O -16.042 0.822 -3.141 0.402 0.156 -0.234
O -21.541 2.501 -5.282 0.503 0.368 -0.131
O 7.415 -8.284 -1.431 -0.029 0.169 -0.412
O 8.012 -6.244 -6.782 -0.38 -0.066 0.191
O 20.547 -8.068 -5.906 0.409 0.277 -0.729
O 3.671 -4.949 -1.417 0.163 -0.031 -0.29
O 21.527 -0.733 24.835 -0.149 -0.156 0.299
O 16.394 1.481 22.015 0.24 0.01 0.577
O 13.987 6.515 -4.405 0.586 0.36 -0.031
O -28.896 4.169 25.524 -0.189 0.033 -0.022
O 3.133 -6.278 -5.358 -0.211 0.367 0.233
O -18.323 -7.337 25.201 0.121 -0.297 0.229
O 7.167 -3.025 -1.373 0.147 0.33 -0.466
O -31.053 -0.273 -6.333 0.456 0.211 0.62
O 8.702 -3.465 -3.458 -0.133 -0.059 -0.141
O -12.417 -0.549 23.15 0.177 -0.096 0.467
O -12.051 4.315 25.412 0.285 -0.623 -0.223
O -29.68 -9.449 -0.444 0.119 0.115 -0.557
O -21.703 4.186 -0.118 0.084 -0.087 0.04
O -26.215 3.239 -1.22 0.263 0.126 -0.138
O 18.955 -9.322 -0.633 -0.011 -0.129 -0.554
O 27.431 -6.798 -0.432 0.037 0.072 -0.504
O -8.312 1.213 -0.481 -0.152 -0.03 -0.316
O 19.184 -3.185 -6.553 0.603 0.002 0.19
O -12.843 1.564 -3.471 -0.216 0.077 0.205
O -32.337 1.978 -5.762 -0.127 0.353 -0.214
O 24.772 4.414 22.071 -0.194 -0.184 0.172
O 8.421 0.434 24.961 -0.1 0.343 -0.218
O -25.178 0.991 25.341 0.253 -0.201 -0.401
O -9.48 4.9 -1.649 -0.224 0.231 0.072
O -20.662 -8.664 25.71 -0.278 0.278 0.308
O -5.006 -0.092 -5.212 0.254 -0.1 0.527
O -12.767 -4.925 -0.903 -0.383 -0.055 -0.59
O -30.281 -4.57 -3.397 0.425 -0.094 -0.381
O 9.545 -0.934 -3.67 -0.24 0.294 -0.355
O -31.003 -2.16 22.836 -0.134 -0.021 0.266
O -31.574 -5.322 -5.609 -0.222 -0.035 -0.145
O -11.058 -6.851 -0.347 -0.005 -0.081 -0.607
O 20.745 -5.354 22.945 0.548 -0.1 0.26
O -26.941 -6.773 -0.367 0.167 -0.287 -0.473
O -30.212 1.965 25.513 -0.165 -0.319 0.192
O -2.867 -4.191 -0.309 -0.234 0.088 -0.249
O -3.097 1.658 -5.476 -0.028 -0.056 -0.14
O 13.831 5.217 -6.714 0.352 0.12 -0.225
O -7.112 -0.897 -6.67 0.535 -0.094 -0.304
O 2.9 -0.653 24.332 0.061 0.411 -0.083
O 1.421 1.513 -0.466 -0.002 -0.25 0.143
O 31.13 -2.421 -5.701 -0.289 -0.413 -0.116
O 5.36 -6.823 -0.545 -0.06 0.248 -0.584
O -10.302 -4.454 25.279 0.521 0.404 0.354
O 13.564 4.195 -3.356 0.088 -0.303 0.53
O -9.416 -8.495 -1.455 0.344 -0.386 -0.268
O -30.766 -7.67 -6.731 0.247 -0.059 0.091
O 6.998 -5.398 -2.46 -0.047 -0.329 0.291
O -0.142 -7.906 -6.018 0.6 -0.132 0.16
O 13.951 -2.32 22.558 0.532 -0.154 -0.213
O 11.642 -3.569 25.636 -0.119 -0.038 0.581
O -11.934 3.01 -5.62 0.5 -0.505 -0.501
O -25.513 5.569 -5.65 0.022 -0.354 -0.025
O 19.943 5.359 -2.265 0.59 -0.213 -0.156
O 14.911 -1.973 -5.709 -0.259 0.079 -0.155
O 6.571 -3.206 22.805 0.307 -0.128 0.196
O 23.135 -2.78 25.688 0.49 0.141 0.263
O -1.728 5.532 -1.457 0.179 0.16 -0.289
O 23.271 -4.735 -5.984 0.115 -0.226 -0.09
O 21.746 -9.418 22.273 0.066 0.139 0.212
O 32.195 -5.754 -0.922 0.26 0.286 -0.206
O -23.052 -5.944 -1.054 0.592 0.012 -0.267
O 1.664 -8.665 23.073 0.287 0.104 0.434
O -28.064 0.183 -1.426 -0.098 -0.222 0.075
O -5.664 -6.803 -0.236 0.026 0.062 -0.429
O -1.77 0.537 -0.879 -0.05 0.181 -0.244
O 15.783 -8.944 25.062 -0.126 0.088 0.011
O 8.981 5.958 -1.1 -0.143 0.195 -0.266
O -0.116 3.781 -0.339 0.158 0.055 -0.53
O -26.992 -9.116 22.254 -0.209 0.017 0.168
O 2.582 6.715 -0.497 -0.156 -0.009 -0.217
O -18.309 -9.39 -4.728 0.144 -0.071 -0.219
O -15.43 0.052 -5.565 0.331 -0.368 -0.237
O -3.825 2.836 23.311 -0.156 -0.143 0.66
O 2.979 4.412 25.045 0.154 -0.346 -0.198
O 9.173 -4.774 -1.239 0.215 -0.101 -0.083
O 24.065 -5.497 -3.608 -0.172 -0.548 -0.067
O -28.011 3.351 -3.224 0.139 0.118 -0.194
O 9.882 -0.606 -1.094 0.328 -0.787 -0.154
O 18.987 3.659 25.116 0.577 0.255 0.273
O -12.041 4.824 -1.143 -0.218 -0.218 -0.097
O 4.406 4.935 -1.279 0.313 -0.175 -0.182
O 0.487 -0.82 25.358 0.034 -0.316 0.241
O 10.771 -6.623 -0.237 0.068 0.009 -0.376
O -17.712 0.759 -1.124 -0.528 -0.114 -0.149
O -3.616 -3.142 26.065 0.12 0.05 -0.733
O -19.008 -4.17 -0.271 -0.263 -0.028 -0.508
O -7.099 -2.681 24.079 -0.084 -0.156 0.593
O 22.871 4.307 -3.556 -0.423 -0.111 0.036
O 1.672 2.634 23.305 0.006 -0.504 0.327
O 14.284 0.041 -1.503 -0.053 -0.244 -0.333
O -27.821 -4.192 -5.677 -0.276 0.276 0.286
O 31.647 -0.121 -6.752 -0.64 0.347 0.018
O 11.54 2.764 -4.024 -0.007 -0.107 -0.031
O -13.684 4.797 -6.335 -0.526 0.165 -0.396
O 16.517 2.521 -5.013 -0.352 0.388 0.106
O 26.464 0.938 25.011 -0.092 0.191 0.464
O 17.074 -5.355 -3.011 0.124 -0.062 -0.349
O 11.937 -2.874 -1.728 -0.533 0.17 -0.268
O 13.646 -4.234 -0.51 0.046 -0.041 -0.31
O -26.178 -2.37 -1.288 -0.112 0.607 -0.274
O 16.26 -1.402 -0.636 -0.14 0.065 -0.472
O 27.986 -7.429 25.641 -0.619 0.508 0.143
O 20.86 0.69 -1.737 -0.249 0.465 -0.238
O -30.013 1.735 -0.48 0.125 -0.151 -0.039
O 24.668 -0.451 -3.888 0.092 0.117 0.042
O -14.166 -3.507 -6.988 -0.141 0.126 0.207
O -5.494 3.958 -0.299 -0.101 0.089 -0.218
O 15.155 -6.16 -1.441 -0.238 -0.211 -0.456
O -11.975 -3.246 -2.712 -0.248 -0.068 -0.391
O -4.933 -9.111 -3.834 -0.639 0.151 0.003
O 29.212 6.57 25.355 0.465 -0.423 -0.188
O 27.767 2.632 -3.463 0.234 0.215 0.129
O 11.867 2.387 22.816 -0.023 -0.263 -0.262
O 26.609 4.585 -4.775 -0.044 -0.047 -0.25
O 24.655 1.371 -0.532 0.079 -0.088 -0.692
O -26.02 -5.078 24.453 -0.316 -0.3 0.19
O 17.256 2.381 -2.249 -0.117 -0.589 0.073
O -27.66 1.844 25.175 -0.301 -0.514 0.048
O -5.854 4.925 -4.651 -0.004 0.152 -0.05
O -31.23 -7.561 -1.353 0.282 0.173 -0.477
O -8.091 -6.9 22.219 0.147 -0.01 0.513
O 31.37 0.404 -1.48 -0.058 0.013 -0.05
O 26.272 -9.331 -6.072 -0.106 0.268 0.218
O -7.346 -3.244 -2.508 0.29 -0.098 0.217
O -8.47 6.397 -3.448 0.194 -0.009 -0.376
O -23.11 3.167 24.497 -0.465 -0.127 0.017
O -19.125 4.039 22.306 -0.148 -0.148 0.696
O 31.996 -0.73 -3.802 0.079 0.119 -0.129
O 17.72 6.31 -3.531 -0.308 -0.086 0.428
O 31.566 5.638 -1.56 -0.059 -0.357 -0.476
O 28.856 -5.83 -5.575 0.019 0.497 -0.175
O -17.752 -4.023 -4.211 -0.183 -0.094 0.111
O 2.403 2.355 -5.022 0.293 0.636 0.305
O -20.656 -6.143 25.245 -0.496 0.004 -0.251
O 12.485 -7.96 -1.489 0.613 -0.102 -0.181
O 11.74 6.623 -5.825 0.201 0.191 0.02
O -32.475 -5.951 25.216 -0.064 0.331 -0.424
O -30.885 0.444 23.395 -0.099 0.072 -0.445
O 22.3 -0.916 -3.22 -0.474 -0.218 -0.187
O -24.028 -3.512 25.097 -0.298 0.282 -0.165
O -24.02 2.4 -4.121 -0.342 0.432 -0.118
O 30.254 -6.117 25.828 -0.162 0.296 0.39
O -16.28 -1.324 -0.382 -0.096 -0.158 -0.331
O 25.425 -0.001 -6.375 0.029 -0.363 -0.057
O -30.837 -3.449 -1.091 0.066 -0.091 -0.447
O 9.358 5.398 -5.469 -0.087 -0.436 -0.238
O -24.605 -7.241 -5.381 0.489 -0.537 -0.181
O -31.202 6.153 -5.849 0.254 0.081 0.402
O 19.378 1.059 24.646 -0.451 -0.53 -0.188
O -3.834 4.869 24.993 -0.58 -0.31 0.265
O 21.722 1.888 25.074 -0.204 0.135 0.641
O -24.452 1.465 -0.349 -0.26 -0.153 -0.638
O -18.94 5.85 25.329 0 -0.071 -0.23
O -4.063 -6.698 -3.55 0.071 0.396 0.468
O -13.488 -5.893 -6.301 -0.024 0.304 0.417
O -6.533 -7.396 25.181 -0.175 0.08 -0.167
O -7.455 -5.514 -3.915 0.252 -0.081 0.029
O 19.707 -0.597 -5.892 0.39 -0.224 -0.024
O -21.444 -1.076 -3.281 0.042 0.094 -0.201
O 31.536 5.966 23.101 0.038 -0.249 0.167
O -7.48 3.367 25.115 0.513 0.454 -0.021
O -28.654 0.9 -3.882 -0.57 -0.243 -0.31
O -22.403 -3.001 -5.922 -0.196 0.533 0.058
O -19.107 -9.51 -0.144 -0.131 -0.021 -0.434
O 22.243 -9.558 -4.446 0.15 0.405 0.39
O 12.553 2.066 -1.244 -0.113 0.198 -0.089
O -26.461 -3.813 -3.496 0.579 -0.059 -0.033
O 27.053 0.158 -4.231 0.562 0.219 -0.422
O -0.254 1.47 -4.995 0.081 -0.273 -0.495
O 31.368 -8.03 24.403 -0.659 -0.209 -0.171
O 24.245 2.035 25.532 0.307 0.298 0.525
O -32.054 6.547 25.065 0.021 -0.388 0.05
O -15.768 2.605 -1.161 0.079 0.632 -0.298
O 5.666 -4.894 -4.52 0.023 0.15 -0.26
O 1.18 -5.591 -1.647 0.227 -0.205 -0.007
O -22.345 -1.547 25.356 -0.074 0.663 0.158
O 9.41 -8.337 -5.898 -0.051 0.111 -0.33
O -14.351 -2.371 23.016 0.233 -0.33 0.222
O 24.134 -0.501 24.628 0.248 -0.069 -0.13
O 4.792 -5.096 22.656 0.158 -0.336 0.28
O 20.363 -6.275 -3.991 0.229 -0.105 0.269
O 18.556 3.842 -3.944 0.152 -0.079 -0.355
O 23.928 -2.88 -4.285 0.138 0.08 -0.238
O -17.268 5.506 23.341 0.647 -0.068 0.135
O -28.595 -2.869 -2.237 -0.43 0.225 0.167
O 18.508 1.145 -4.198 -0.109 -0.523 0.382
O 16.577 -4.549 26.161 -0.123 0.321 -0.342
O 0.557 3.573 -3.781 0.267 0.055 0.461
O -10.471 2.648 -0.981 -0.487 -0.369 -0.299
O 0.225 -9.252 25.173 0.424 0.098 0.606
O -27.998 5.12 -1.311 -0.119 -0.017 -0.198
O -28.234 -3.662 25.162 -0.038 0.191 0.098
O -13.665 -9.565 -0.397 -0.115 -0.02 -0.277
O -6.889 -0.8 -1.488 0.459 -0.234 -0.129
O -17.416 0.663 23.142 -0.414 0.273 0.619
O -12.227 -0.209 -1.591 0.352 0.077 -0.066
O 25.221 3.397 -2.78 0.31 -0.054 0.427
O -11.395 5.649 -5.583 0.683 -0.025 0.156
O -11.069 -9.206 -3.432 -0.352 -0.228 0.326
O -20.253 0.2 -5.811 0.073 -0.154 0.08
O 4.876 3.402 -3.45 -0.309 -0.264 -0.324
O -15.775 -4.996 -5.469 -0.178 0.44 0.106
O -22.732 -5.393 -4.954 0.134 -0.394 0.442
O -30.019 -5.403 26.041 0.108 -0.308 -0.387
O -13.774 6.056 24.469 -0.254 -0.472 -0.097
O -17.572 -8.036 -2.634 0.042 -0.638 0.431
O -11.719 5.467 22.986 0.791 0.312 -0.011
O 0.109 -5.316 -5.511 0.011 0.119 0.333
O -32.573 -3.438 -3.931 -0.057 0.098 0.332
O -2.495 -2.286 -2.809 0.108 -0.238 0.415
O 13.423 2.84 -5.7 -0.242 -0.52 -0.063
O 26.25 -0.476 -1.619 -0.361 -0.22 -0.136
O -5.44 2.363 -4.227 0.069 -0.089 0.388
O -18.506 -4.87 25.995 0.21 0.395 0.467
O -16.121 -5.883 -3.081 0.785 0.272 0.246
O 12.357 -5.521 -5.935 0.161 0.018 0.069
O -20.247 5.712 -5.916 -0.33 0.175 -0.033
O 1.251 5.644 -5.327 -0.15 0.143 -0.372
O -20.838 -2.603 -1.245 -0.441 -0.065 0.006
O -32.463 1.781 -3.204 0.341 0.079 0.404
O -24.941 -7.082 22.206 0.028 -0.101 0.544
O -8.652 1.228 26.1 -0.457 0.111 0.119
O -7.422 -7.3 -5.862 0.304 -0.359 0.343
O 28.465 -8.33 23.23 0.246 0.508 0.316
O -15.57 2.563 23.17 -0.377 0.452 0.279
O 28.691 5.888 -5.738 0.242 -0.271 -0.099
O 9.247 -2.42 -5.842 0.02 -0.068 -0.113
O 32.312 1.39 21.983 -0.319 0.124 0.037
O -17.794 0.556 -6.583 0.036 0.292 -0.007
O 7.6 -6.471 24.025 0.222 -0.026 -0.526
O 16.121 4.227 -0.862 0.151 0.12 -0.084
O 7.831 -9.098 24.236 -0.169 -0.446 0.294
O -19.039 -2.113 -3.074 0.314 0.365 0.366
O 17.3 -1.352 -6.327 0.058 0.073 0.812
O 11.898 -0.055 -2.684 0.316 -0.693 -0.326
O -22.218 4.089 -3.247 0.38 -0.046 0.076
O 24.619 6.339 -3.52 0.239 0.219 -0.309
O 0.76 3.269 25.633 0.36 0.09 0.615
O 4.987 -7.961 -6.051 0.317 -0.27 0.357
O -9.281 5.143 24.32 -0.319 -0.337 0.082
O -14.896 0.115 23.344 0.291 0.239 -0.275
O -9.773 -0.691 -6.223 -0.361 0.012 0.122
O -32.61 1.295 25.106 -0.247 0.179 -0.169
O -1.975 -1.167 25.811 -0.268 0.197 0.136
O 11.895 -7.504 -4.051 0.487 -0.259 -0.411
O 7.807 0.195 -5.983 -0.154 -0.423 0.302
O -20.712 -7.757 -1.129 -0.151 0.35 -0.075
O -20.319 -4.771 -5.774 0.206 -0.433 0.603
O -21.619 5.284 25.025 0.246 0.103 -0.337
O -11.677 -6.626 25.867 0.044 0.013 -0.433
O 23.956 6.51 25.484 0.008 0.04 -0.443
O -8.895 2.992 22.95 0.059 -0.044 0.448
O -19.335 4.822 -3.401 -0.659 0.025 -0.127
O 7.202 2.621 -6.653 0.329 0.62 -0.143
O 1.79 -3.096 -1.041 0.451 0.284 -0.107
O 28.738 0.066 24.163 -0.039 0.076 0.574
O 4.303 -2.922 24.109 0.138 -0.164 0.4
O -9.197 -7.451 -3.883 -0.292 0.454 -0.119
O -30.343 2.9 -4.257 0.288 0.502 0.024
O -5.416 -2.58 -5.81 -0.106 -0.18 0.105
O -9.434 -5.632 -5.76 -0.455 0.669 0.437
O 8.082 1.224 -0.428 -0.08 -0.122 -0.503
O 30.152 -2.02 25.079 -0.211 -0.668 0.241

Results
total energy: -406615.838 eV
total energy less fixed offsets of O -438.25, Si -107.07 eV per atom: -3.038 eV
